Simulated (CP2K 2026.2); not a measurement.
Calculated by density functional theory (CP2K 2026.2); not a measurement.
Periodic cell of 1152 atoms, Si864O288, from a study of silicon, its oxide and their interface. The atomic structure is a simulated model.
Doubt: the forces sum to 3.51 eV/angstrom along one axis rather than to zero, so they err by at least 0.0030 eV/angstrom per atom on average; the grid cutoff is modest.

Settings
functional: PBE
method: Gaussian and plane waves
basis set: DZVP-MOLOPT-SR-GTH
pseudopotentials: GTH-PBE
grid cutoff: 350 Ry, relative cutoff 50 Ry
k points: Gamma only
occupations: fixed
spin: none
net charge: 0

Cell vectors (angstrom)
a	32.64	0	0
b	0	16.32	0
c	0.8963	1.8544	38.7886

Atoms: element, x, y, z (angstrom)
Si	1.1774	15.3379	0.3163
Si	3.882	1.7432	0.4439
Si	1.5072	3.7475	0.3441
Si	3.8526	6.9046	0.2183
Si	1.7186	9.1823	0.3629
Si	4.1775	11.8104	0.2845
Si	6.8277	14.6611	0.0497
Si	9.1103	1.5438	0.146
Si	6.9457	3.782	0.1863
Si	9.7113	6.6303	0.2211
Si	6.5351	9.7788	0.228
Si	9.1822	12.4568	0.2315
Si	12.414	14.8271	0.0197
Si	15.1244	1.1546	0.1737
Si	11.7655	4.2753	0.0534
Si	15.5928	8.7373	38.6918
Si	12.4268	9.165	0.0876
Si	14.551	12.5297	0.0398
Si	17.357	15.3204	0.2701
Si	20.2339	1.4445	0.0734
Si	18.8286	5.4528	38.7
Si	20.8406	9.0283	38.654
Si	17.5684	9.2694	0.1571
Si	21.5315	13.9077	38.6888
Si	24.3712	16.5568	38.7376
Si	26.7357	3.3421	38.6001
Si	24.5108	5.6159	38.5623
Si	27.116	8.5315	38.7794
Si	23.8583	11.708	38.3799
Si	26.6719	14.4152	38.645
Si	29.7919	16.6909	38.6879
Si	31.6554	1.216	0.321
Si	29.3245	6.2801	38.737
Si	32.2029	9.2455	38.6395
Si	28.9667	9.5005	0.0691
Si	31.1221	12.5954	0.1362
Si	2.729	0.1037	1.6423
Si	5.4471	2.8216	1.7074
Si	2.6504	5.4162	1.5337
Si	5.4377	8.1096	1.4754
Si	2.7466	10.7585	1.7091
Si	5.2715	13.5726	1.4067
Si	7.9499	16.298	1.4022
Si	10.7248	2.6924	1.4201
Si	8.1155	5.4105	1.4261
Si	10.8902	8.1318	1.5151
Si	8.1209	10.8551	1.5387
Si	10.8425	13.6489	1.3663
Si	13.5452	16.3118	1.4321
Si	16.3572	2.6818	1.4111
Si	13.5366	5.325	1.2439
Si	16.202	7.9531	1.4407
Si	13.4976	10.8733	1.3424
Si	16.1843	13.632	1.3706
Si	19.0278	16.3589	1.5013
Si	21.9019	2.7186	1.129
Si	18.9776	5.3998	1.1206
Si	21.8051	8.1771	0.9585
Si	18.9123	10.9575	1.1544
Si	21.8107	13.6027	1.2387
Si	24.6257	16.3124	1.2145
Si	27.3114	2.75	1.198
Si	24.5884	5.4319	1.1654
Si	27.361	8.2502	1.2818
Si	24.5772	10.8884	1.0484
Si	27.2972	13.6898	1.244
Si	29.9582	16.3531	1.3597
Si	0.0879	2.6512	1.7773
Si	30.1336	5.5812	1.1022
Si	32.6753	8.1856	1.5802
Si	30.0472	10.9876	1.4773
Si	0.0454	13.6727	1.4908
Si	1.4277	1.3548	3.1051
Si	4.0591	4.1807	2.9614
Si	1.3122	6.7536	2.9077
Si	4.1267	9.4031	2.9723
Si	1.3569	12.2542	2.849
Si	4.0464	14.9434	2.8597
Si	6.73	1.3057	2.9083
Si	9.4457	4.0565	2.8332
Si	6.8048	6.7769	2.8162
Si	9.5085	9.4943	2.8315
Si	6.7224	12.2633	2.8169
Si	9.4508	14.9982	2.7254
Si	12.1639	1.3673	2.7306
Si	14.9312	4.0533	2.6667
Si	12.2823	6.7193	2.7568
Si	14.9106	9.4999	2.6886
Si	12.149	12.2189	2.7394
Si	14.8839	14.9559	2.8037
Si	17.6839	1.3841	2.8388
Si	20.4727	4.1059	2.4837
Si	17.6579	6.6367	2.6767
Si	20.4013	9.533	2.4384
Si	17.641	12.2714	2.6318
Si	20.4483	14.9223	2.6601
Si	23.1957	1.3424	2.5546
Si	25.9135	4.0788	2.5911
Si	23.1213	6.8089	2.4301
Si	25.8721	9.5598	2.5354
Si	23.1959	12.1996	2.5431
Si	25.9427	15.0077	2.6459
Si	28.5951	1.42	2.6598
Si	31.274	4.1869	2.7221
Si	28.7273	6.8522	2.6088
Si	31.3576	9.6201	2.8602
Si	28.5549	12.2962	2.7043
Si	31.2796	15.0075	2.8162
Si	32.6128	16.2978	4.2718
Si	2.7735	2.7734	4.3368
Si	32.592	5.4252	4.2223
Si	2.701	8.0977	4.2632
Si	32.6722	10.9331	4.2424
Si	2.7038	13.5922	4.2154
Si	5.3997	16.2748	4.2481
Si	8.1294	2.6836	4.2072
Si	5.4518	5.5005	4.2603
Si	8.1597	8.1324	4.1749
Si	5.453	10.8662	4.2312
Si	8.1325	13.6174	4.1317
Si	10.825	16.3268	4.1097
Si	13.5764	2.7067	4.0601
Si	10.8757	5.4086	4.1324
Si	13.5937	8.1443	4.0958
Si	10.8448	10.8797	4.1563
Si	13.5368	13.5608	4.1118
Si	16.2977	16.3099	4.1236
Si	19.129	2.789	4.003
Si	16.2918	5.3729	4.0738
Si	19.0653	8.1384	3.8808
Si	16.3173	10.867	4.0048
Si	19.0453	13.586	4.0009
Si	21.8213	16.3257	3.9623
Si	24.5233	2.7246	3.9484
Si	21.7882	5.4762	3.8812
Si	24.4844	8.1655	3.856
Si	21.7741	10.8493	3.8862
Si	24.5327	13.5968	3.9388
Si	27.2441	16.375	4.0379
Si	29.9134	2.7851	4.0527
Si	27.2824	5.4711	3.9417
Si	29.9549	8.2013	4.0988
Si	27.1756	10.9011	3.9982
Si	29.9029	13.6261	4.1201
Si	1.3225	14.9377	21.8129
Si	4.1028	1.3595	21.8307
Si	1.3392	4.0537	21.8122
Si	4.0922	6.7708	21.8653
Si	1.3321	9.4771	21.8366
Si	4.0377	12.2273	21.7854
Si	6.8025	14.968	21.808
Si	9.5088	1.363	21.7878
Si	6.8176	4.0644	21.875
Si	9.5232	6.7809	21.8005
Si	6.784	9.4636	21.7903
Si	9.5098	12.2147	21.7628
Si	12.2277	14.9578	21.6848
Si	14.9679	1.3932	21.6503
Si	12.2464	4.0868	21.7367
Si	14.9416	6.818	21.6769
Si	12.2277	9.5014	21.7427
Si	14.9723	12.2337	21.6463
Si	17.7326	14.9931	21.6505
Si	20.4485	1.3896	21.6402
Si	17.7082	4.1403	21.6189
Si	20.4638	6.8836	21.7197
Si	17.7441	9.5752	21.6977
Si	20.4303	12.2745	21.6609
Si	23.1228	14.9859	21.6918
Si	25.8383	1.4158	21.6957
Si	23.163	4.1623	21.7556
Si	25.8399	6.7873	21.761
Si	23.1513	9.5596	21.7107
Si	25.8241	12.2325	21.7273
Si	28.5356	14.9656	21.7052
Si	31.2296	1.3346	21.8
Si	28.5295	4.0476	21.8081
Si	31.2386	6.7565	21.8102
Si	28.529	9.4765	21.7758
Si	31.2945	12.2006	21.7497
Si	2.7062	16.313	23.1356
Si	5.4586	2.6936	23.2611
Si	2.7295	5.3673	23.1947
Si	5.453	8.1431	23.2367
Si	2.6825	10.8782	23.172
Si	5.4089	13.5923	23.1159
Si	8.1607	16.336	23.1922
Si	10.9052	2.7199	23.1109
Si	8.2184	5.4217	23.2234
Si	10.9065	8.1202	23.1569
Si	8.1932	10.7817	23.1116
Si	10.8514	13.6375	23.0736
Si	13.6313	16.3091	22.9792
Si	16.3092	2.822	22.9456
Si	13.5927	5.4735	23.0827
Si	16.3101	8.217	22.9556
Si	13.5516	10.9524	23.0233
Si	16.4084	13.5543	22.943
Si	19.1076	16.3608	22.9961
Si	21.7817	2.7547	23.0094
Si	19.0679	5.4948	22.9747
Si	21.8402	8.2355	23.1203
Si	19.1439	10.9275	23.0762
Si	21.7553	13.6293	23.0354
Si	24.468	16.3936	23.0091
Si	27.1555	2.6907	23.1686
Si	24.4959	5.5138	23.2038
Si	27.1803	8.1023	23.1604
Si	24.4955	10.873	23.1163
Si	27.1386	13.6537	23.0402
Si	29.8652	16.2611	23.1354
Si	32.573	2.7155	23.1498
Si	29.8655	5.4097	23.1878
Si	32.6108	8.0737	23.1868
Si	29.9367	10.8259	23.0717
Si	32.6008	13.5493	23.1732
Si	1.3092	1.3486	24.4625
Si	4.0442	4.0212	24.6299
Si	1.3273	6.6616	24.5468
Si	4.0266	9.5323	24.5446
Si	1.3277	12.2227	24.575
Si	4.0589	14.9595	24.503
Si	6.8642	1.3651	24.6429
Si	9.6476	4.0717	24.5889
Si	6.8596	6.7764	24.601
Si	9.5728	9.4681	24.5443
Si	6.7956	12.162	24.3615
Si	9.5412	14.9651	24.5156
Si	12.2992	1.3242	24.3763
Si	14.9952	4.1437	24.3896
Si	12.2527	6.7567	24.5502
Si	14.9652	9.6093	24.2833
Si	12.1647	12.2792	24.4318
Si	15.0109	14.8763	24.2155
Si	17.7088	1.4813	24.2017
Si	20.4555	4.1623	24.3182
Si	17.6716	6.8563	24.2716
Si	20.5411	9.6292	24.4881
Si	17.7848	12.3061	24.393
Si	20.4302	14.9981	24.4204
Si	23.1215	1.4068	24.3819
Si	25.8298	4.0913	24.5534
Si	23.1868	6.972	24.6003
Si	25.8098	9.4514	24.5043
Si	23.1373	12.307	24.4023
Si	25.7726	15.0524	24.3894
Si	28.4475	1.2178	24.5123
Si	31.1813	4.0167	24.5527
Si	28.5048	6.7454	24.5839
Si	31.2201	9.4398	24.5114
Si	28.5518	12.2688	24.2772
Si	31.1966	14.8834	24.5166
Si	32.6038	16.2626	25.7719
Si	2.5992	2.6585	25.9536
Si	32.5926	5.3026	25.9522
Si	2.6211	8.1181	25.8551
Si	32.5561	10.8274	25.8689
Si	2.6916	13.6283	25.9235
Si	5.4233	16.2968	25.9132
Si	8.311	2.7245	26.0032
Si	5.443	5.3905	25.9472
Si	8.3426	8.0744	26.0038
Si	5.4702	10.9192	25.8307
Si	8.1228	13.4974	25.7038
Si	10.9931	16.3073	25.8271
Si	13.6932	2.7	25.6877
Si	11.0688	5.3348	26.0886
Si	13.6006	8.3003	25.6701
Si	10.8087	10.9535	25.8854
Si	13.6432	13.6171	25.6627
Si	16.4145	16.2898	25.3775
Si	19.0212	2.8471	25.5912
Si	16.3103	5.5749	25.7119
Si	19.0557	8.2071	25.5844
Si	16.3894	10.9209	25.6221
Si	19.1012	13.6342	25.8474
Si	21.8222	16.3791	25.7574
Si	24.3685	2.7398	25.8301
Si	21.7525	5.5213	25.7512
Si	24.5528	8.2827	26.174
Si	21.9332	10.9867	25.9125
Si	24.4006	13.7695	25.7374
Si	27.0472	16.2339	25.9521
Si	29.8015	2.5614	25.8296
Si	27.19	5.4007	26.0202
Si	29.8519	8.0945	25.9428
Si	27.2258	10.9207	25.5853
Si	29.7429	13.5403	25.8209
Si	1.5134	15.2587	27.1995
Si	3.7908	17.4093	27.2064
Si	0.8806	3.5873	27.3377
Si	4.2993	7.1041	27.1218
Si	1.0065	9.1942	27.1662
Si	4.3582	12.5156	27.149
Si	6.6196	14.6267	27.0395
Si	10.031	1.5911	27.2321
Si	7.0654	4.2984	27.2519
Si	9.4244	6.4091	27.4218
Si	6.6361	9.2866	27.0635
Si	9.3286	12.2517	27.2757
Si	12.6382	15.1809	27.0777
Si	14.8814	17.3392	26.7219
Si	12.3939	3.6875	27.356
Si	15.2385	7.2934	26.9314
Si	12.514	9.8762	27.0527
Si	14.8219	12.0523	26.8915
Si	17.965	15.4052	26.8711
Si	20.2087	1.3118	26.8521
Si	17.9144	4.4213	26.9307
Si	20.1117	6.669	26.9399
Si	17.5603	9.3703	26.896
Si	20.78	12.5874	27.1496
Si	22.9152	14.8893	27.2487
Si	25.8294	1.5374	27.2088
Si	23.2363	4.3573	27.1254
Si	25.5954	6.4824	27.4121
Si	23.6509	10.1921	27.4138
Si	25.8813	12.3639	26.7969
Si	28.0635	14.4873	27.2219
Si	31.3099	1.314	27.1194
Si	28.2367	3.6237	27.1994
Si	31.4738	6.9035	27.223
Si	28.6349	9.7849	27.0412
Si	30.868	11.9305	27.0707
Si	2.7477	17.7946	33.8409
Si	4.6665	6.8978	30.1662
Si	27.2838	6.8164	30.0653
Si	5.3371	2.9587	36.398
Si	4.579	8.4954	32.7375
Si	5.3116	15.8695	33.6255
Si	33.1729	17.0027	31.6669
Si	16.2235	14.9246	31.1094
Si	1.0964	3.2373	30.3508
Si	9.5562	9.0791	34.3001
Si	7.8364	2.661	34.5399
Si	4.5204	12.9285	33.774
Si	15.3053	3.5438	36.0487
Si	12.0493	13.4449	34.1765
Si	21.7204	2.6542	29.2541
Si	19.7474	3.8101	33.6851
Si	2.631	6.5476	33.6154
Si	16.3975	12.2496	36.79
Si	30.2484	16.1943	32.3264
Si	24.6325	16.8333	32.6368
Si	26.3527	9.1438	35.8579
Si	18.8029	14.9114	32.5049
Si	16.2955	12.3583	29.5448
Si	27.1645	4.3464	32.0036
Si	9.9761	13.4123	31.9161
Si	16.8714	9.8134	33.2365
Si	17.8278	5.2423	35.6869
Si	31.5943	12.2523	29.9695
Si	23.0965	7.334	31.5352
Si	19.7428	4.3786	30.8725
Si	28.3729	1.8906	36.2413
Si	25.6383	14.287	33.7588
Si	3.4928	4.4841	31.6552
Si	1.0086	14.3982	30.0531
Si	29.4952	3.9665	34.1198
Si	30.9748	3.8148	31.5215
Si	1.152	10.1229	30.0669
Si	3.2205	12.3118	29.9601
Si	8.7227	9.7954	36.9815
Si	12.9066	5.4409	35.8114
Si	2.5799	10.6743	33.8491
Si	3.4263	16.8061	36.3377
Si	1.2366	10.6551	36.5662
Si	10.2175	14.9512	36.2406
Si	10.8521	3.5278	34.5388
Si	6.0025	12.466	31.3808
Si	7.1967	5.961	31.3108
Si	15.2531	9.7416	30.8047
Si	7.5997	16.2325	35.7362
Si	7.6899	10.5538	29.5151
Si	21.4023	13.5649	33.2739
Si	5.8297	2.2384	29.1412
Si	11.4015	13.5099	29.2412
Si	17.0187	8.1001	35.8903
Si	7.5519	15.1066	31.668
Si	18.2931	17.6418	33.8006
Si	24.1279	10.0165	30.3311
Si	17.0488	12.7914	34.0808
Si	14.2885	4.0753	30.0196
Si	14.5786	7.0513	29.8652
Si	24.5175	5.0879	33.125
Si	18.8823	11.2478	29.0695
Si	20.6976	7.1069	29.8352
Si	23.9847	16.8031	29.542
Si	13.4848	11.1818	35.9608
Si	18.5114	16.4241	36.2568
Si	9.755	10.4719	31.4671
Si	2.75	4.1349	35.2804
Si	30.7785	14.0241	34.6038
Si	21.8626	7.9766	34.2047
Si	29.1952	11.6237	34.2286
Si	22.5256	17.8748	36.5897
Si	28.7676	2.7092	29.9519
Si	12.5727	8.3867	34.6905
Si	33.3785	8.8305	32.6241
Si	30.5726	6.1971	35.9606
Si	33.1682	13.3466	36.1602
Si	22.7158	2.7472	33.9005
Si	3.6649	13.879	36.2735
Si	15.8443	16.9421	35.1734
Si	6.1779	3.2584	31.9156
Si	6.9604	7.5031	33.885
Si	12.3888	7.3329	31.9507
Si	8.065	16.4412	29.0011
Si	11.9771	4.4768	31.8473
Si	11.365	17.8606	36.7374
Si	6.5456	7.4767	36.9063
Si	17.1763	3.0777	29.7037
Si	10.165	6.4199	30.4421
Si	16.5762	16.7442	29.0343
Si	30.159	6.349	29.9244
Si	24.3061	6.7562	35.6055
Si	12.3374	10.5755	29.8617
Si	21.0157	15.2279	35.8173
Si	14.7163	14.6501	33.72
Si	20.8865	10.56	34.0459
Si	19.3557	9.4744	31.5446
Si	29.4864	16.2697	29.3322
Si	27.1771	9.6536	29.7815
Si	24.01	12.3464	32.511
Si	29.2	8.562	34.7086
Si	19.9156	8.7644	35.9445
Si	30.4114	8.5005	32.1176
Si	33.1383	4.9685	36.949
Si	24.9261	11.802	35.2941
Si	28.6873	13.2472	36.5286
Si	29.1475	11.2685	31.3736
Si	27.4508	16.654	33.6766
Si	1.3413	14.9323	5.5863
Si	4.0981	1.3486	5.6212
Si	1.3301	4.0996	5.5984
Si	4.0782	6.8029	5.6279
Si	1.3676	9.5262	5.5661
Si	4.0711	12.2242	5.5574
Si	6.8043	14.9411	5.5536
Si	9.5194	1.349	5.5307
Si	6.791	4.0684	5.5559
Si	9.5342	6.7756	5.5063
Si	6.825	9.5082	5.5521
Si	9.4902	12.2503	5.4956
Si	12.1977	14.9527	5.4557
Si	14.9362	1.3605	5.4461
Si	12.246	4.0565	5.4667
Si	14.9785	6.7899	5.4273
Si	12.233	9.5	5.4659
Si	14.9622	12.2123	5.4108
Si	17.7036	14.9415	5.4054
Si	20.4594	1.3741	5.3349
Si	17.7131	4.0647	5.4008
Si	20.4244	6.8106	5.2843
Si	17.7123	9.4884	5.3115
Si	20.4295	12.2038	5.3082
Si	23.1636	14.9511	5.321
Si	25.8468	1.3866	5.3733
Si	23.1423	4.1061	5.2779
Si	25.8576	6.8227	5.2693
Si	23.1309	9.5049	5.2735
Si	25.8392	12.2561	5.3679
Si	28.5534	15.0051	5.4446
Si	31.2397	1.4182	5.4907
Si	28.5454	4.1165	5.409
Si	31.2601	6.8412	5.5154
Si	28.5308	9.5437	5.3946
Si	31.2477	12.2744	5.5173
Si	2.7002	16.31	6.9244
Si	5.458	2.7172	6.941
Si	2.7038	5.4413	6.9456
Si	5.4521	8.1792	6.9265
Si	2.7193	10.879	6.9211
Si	5.4361	13.5864	6.9008
Si	8.1625	16.3132	6.8902
Si	10.8965	2.7121	6.8537
Si	8.1722	5.43	6.8797
Si	10.8842	8.1536	6.846
Si	8.1723	10.8815	6.8847
Si	10.8652	13.6004	6.8414
Si	13.5818	16.3109	6.8007
Si	16.3427	2.7115	6.7694
Si	13.6149	5.4355	6.7969
Si	16.361	8.1626	6.7386
Si	13.6131	10.8653	6.7965
Si	16.3317	13.582	6.7594
Si	19.0815	16.3349	6.7146
Si	21.804	2.7467	6.6901
Si	19.0715	5.4696	6.705
Si	21.781	8.1581	6.6675
Si	19.0627	10.8586	6.6877
Si	21.7786	13.5916	6.6761
Si	24.4928	16.3195	6.7165
Si	27.1877	2.7448	6.7568
Si	24.4998	5.4615	6.6587
Si	27.1684	8.1647	6.7207
Si	24.4644	10.872	6.6861
Si	27.1858	13.6122	6.7598
Si	29.8936	16.3543	6.8296
Si	32.6036	2.7219	6.8976
Si	29.8888	5.4539	6.8164
Si	32.6234	8.1728	6.889
Si	29.8796	10.8786	6.8097
Si	32.6088	13.5883	6.9117
Si	1.3311	1.3603	8.249
Si	4.0717	4.0701	8.2719
Si	1.3391	6.8184	8.2586
Si	4.0821	9.5272	8.2719
Si	1.3398	12.2329	8.2549
Si	4.0767	14.9493	8.2558
Si	6.8182	1.348	8.2643
Si	9.537	4.0686	8.219
Si	6.8123	6.7914	8.2427
Si	9.5361	9.5139	8.2176
Si	6.7995	12.2272	8.2444
Si	9.5227	14.9479	8.2262
Si	12.2511	1.3454	8.1925
Si	14.9868	4.0759	8.1381
Si	12.2581	6.7877	8.1759
Si	14.9919	9.5054	8.1264
Si	12.2516	12.2304	8.1628
Si	14.9723	14.9486	8.1277
Si	17.7104	1.348	8.1046
Si	20.4271	4.093	8.0599
Si	17.714	6.8048	8.098
Si	20.4247	9.5106	8.0565
Si	17.7102	12.2157	8.0853
Si	20.431	14.9559	8.0635
Si	23.1371	1.3742	8.0711
Si	25.8228	4.1122	8.088
Si	23.1371	6.8061	8.0443
Si	25.8199	9.5306	8.0808
Si	23.1218	12.2378	8.0637
Si	25.8315	14.972	8.1128
Si	28.5259	1.3913	8.1586
Si	31.2417	4.1058	8.2065
Si	28.5187	6.8245	8.1344
Si	31.2426	9.5384	8.1996
Si	28.5323	12.2573	8.1476
Si	31.2484	14.9893	8.2075
Si	32.6126	16.3187	9.5875
Si	2.7001	2.7116	9.6048
Si	32.6112	5.444	9.5791
Si	2.7101	8.1654	9.6075
Si	32.6094	10.872	9.5816
Si	2.7071	13.5942	9.6017
Si	5.4373	16.3132	9.6032
Si	8.1781	2.7199	9.5925
Si	5.4409	5.4404	9.6004
Si	8.1716	8.1597	9.5818
Si	5.4427	10.8829	9.6135
Si	8.1607	13.5938	9.5851
Si	10.8887	16.3168	9.5602
Si	13.6254	2.7217	9.5147
Si	10.8987	5.44	9.5529
Si	13.628	8.1589	9.5068
Si	10.901	10.8823	9.5488
Si	13.6147	13.599	9.5065
Si	16.3413	16.3163	9.4731
Si	19.0681	2.7334	9.4414
Si	16.3506	5.4492	9.4743
Si	19.0703	8.1688	9.4495
Si	16.3472	10.8785	9.4732
Si	19.0632	13.6	9.4358
Si	21.7766	16.3279	9.4344
Si	24.482	2.7331	9.4513
Si	21.7825	5.4509	9.4276
Si	24.4733	8.1633	9.4424
Si	21.7667	10.8806	9.4326
Si	24.4713	13.5969	9.4519
Si	27.18	16.3266	9.4972
Si	29.889	2.7289	9.541
Si	27.1753	5.4507	9.4852
Si	29.8836	8.16	9.5257
Si	27.173	10.8788	9.4783
Si	29.8909	13.6044	9.532
Si	1.3411	14.9599	10.9417
Si	4.0687	1.3523	10.9514
Si	1.3367	4.0844	10.9386
Si	4.0732	6.7978	10.9511
Si	1.3377	9.522	10.9456
Si	4.0703	12.2386	10.9577
Si	6.7989	14.9494	10.9472
Si	9.5325	1.3501	10.9314
Si	6.8025	4.0743	10.9434
Si	9.5342	6.7931	10.9206
Si	6.8056	9.511	10.9464
Si	9.5314	12.2295	10.9191
Si	12.2574	14.9485	10.8895
Si	14.9869	1.3535	10.854
Si	12.2617	4.0716	10.8899
Si	14.9877	6.7959	10.8539
Si	12.265	9.5121	10.8835
Si	14.9825	12.2337	10.8466
Si	17.7045	14.9529	10.8193
Si	20.4184	1.367	10.805
Si	17.7084	4.0822	10.8232
Si	20.4254	6.8039	10.8059
Si	17.7068	9.5186	10.8257
Si	20.4159	12.2431	10.8059
Si	23.1241	14.969	10.8123
Si	25.8282	1.3785	10.8408
Si	23.1246	4.0927	10.8116
Si	25.8243	6.817	10.8353
Si	23.1223	9.527	10.8078
Si	25.8259	12.2472	10.8342
Si	28.5366	14.9719	10.8761
Si	31.2514	1.3739	10.9149
Si	28.5316	4.1	10.8742
Si	31.2469	6.8124	10.9086
Si	28.5327	9.5336	10.8664
Si	31.2523	12.2517	10.9099
Si	2.7052	16.3139	12.3015
Si	5.4328	2.7169	12.2973
Si	2.7055	5.436	12.2968
Si	5.435	8.1573	12.3013
Si	2.7046	10.8758	12.3024
Si	5.434	13.5967	12.307
Si	8.1612	16.3163	12.2888
Si	10.8955	2.7225	12.2626
Si	8.1643	5.4413	12.2842
Si	10.8963	8.1642	12.2566
Si	8.1677	10.8776	12.2868
Si	10.8898	13.6003	12.26
Si	13.6186	16.3238	12.2258
Si	16.3452	2.7282	12.1968
Si	13.6224	5.4454	12.2274
Si	16.3448	8.1672	12.1995
Si	13.6207	10.8852	12.2253
Si	16.3398	13.6048	12.1941
Si	19.0578	16.3292	12.1739
Si	21.7702	2.7294	12.1743
Si	19.0639	5.4504	12.1779
Si	21.7726	8.1669	12.1758
Si	19.0599	10.8883	12.1794
Si	21.7689	13.6074	12.1747
Si	24.4767	16.3257	12.1907
Si	27.186	2.7248	12.2223
Si	24.4766	5.4469	12.1907
Si	27.1844	8.1638	12.2163
Si	24.4749	10.8823	12.1888
Si	27.1832	13.5972	12.217
Si	29.8989	16.3181	12.254
Si	32.6191	2.7185	12.2836
Si	29.8973	5.4407	12.2533
Si	32.6159	8.1529	12.2831
Si	29.8962	10.8774	12.2484
Si	32.6187	13.5947	12.283
Si	1.3438	1.3612	13.6465
Si	4.0675	4.0749	13.6535
Si	1.3418	6.796	13.647
Si	4.0678	9.5132	13.6564
Si	1.3417	12.2384	13.6484
Si	4.0675	14.9554	13.6588
Si	6.7923	1.3516	13.6459
Si	9.5239	4.0732	13.6256
Si	6.7961	6.7927	13.6476
Si	9.5278	9.511	13.6294
Si	6.7986	12.2295	13.6493
Si	9.5236	14.9506	13.6305
Si	12.2543	1.3531	13.601
Si	14.9822	4.0796	13.5715
Si	12.2552	6.7961	13.5977
Si	14.9804	9.5202	13.5703
Si	12.2519	12.2331	13.5991
Si	14.9781	14.9578	13.5692
Si	17.7018	1.3659	13.5496
Si	20.4174	4.0911	13.5411
Si	17.7042	6.805	13.5504
Si	20.4171	9.5275	13.5394
Si	17.6987	12.2441	13.5461
Si	20.4149	14.9719	13.5376
Si	23.1251	1.3743	13.5456
Si	25.8333	4.0946	13.5686
Si	23.1262	6.8125	13.5487
Si	25.8341	9.5328	13.5663
Si	23.1259	12.2521	13.546
Si	25.8343	14.9702	13.5653
Si	28.5465	1.3697	13.5972
Si	31.2621	4.0867	13.6259
Si	28.5446	6.8123	13.5949
Si	31.2588	9.5235	13.624
Si	28.5431	12.2456	13.5954
Si	31.2612	14.964	13.6263
Si	32.6272	16.3134	14.9947
Si	2.7057	2.7159	15.0118
Si	32.6274	5.4299	15.0016
Si	2.7064	8.1488	15.0102
Si	32.6243	10.8697	14.9958
Si	2.7066	13.591	15.0106
Si	5.4279	16.3186	15.0112
Si	8.1549	2.7178	14.9884
Si	5.4304	5.4353	15.0076
Si	8.1555	8.1588	14.9939
Si	5.4337	10.871	15.0093
Si	8.1557	13.5978	14.997
Si	10.8849	16.3222	14.9698
Si	13.6108	2.7299	14.9386
Si	10.8827	5.446	14.964
Si	13.6138	8.1681	14.939
Si	10.8855	10.8826	14.9711
Si	13.6097	13.6073	14.9392
Si	16.3348	16.3316	14.9132
Si	19.0572	2.7365	14.9049
Si	16.341	5.4507	14.9176
Si	19.0603	8.1718	14.9058
Si	16.3372	10.8923	14.9149
Si	19.0561	13.6117	14.897
Si	21.7705	16.3342	14.9033
Si	24.4809	2.7285	14.9196
Si	21.7715	5.4525	14.9071
Si	24.4844	8.1671	14.9182
Si	21.7739	10.8872	14.9023
Si	24.4841	13.6055	14.9204
Si	27.1939	16.3187	14.9424
Si	29.9101	2.7162	14.9719
Si	27.1932	5.4446	14.9426
Si	29.9091	8.1523	14.9748
Si	27.1941	10.8766	14.9473
Si	29.9044	13.5934	14.971
Si	1.3471	14.9546	16.3625
Si	4.0662	1.3574	16.373
Si	1.3492	4.0751	16.3746
Si	4.0672	6.7883	16.3729
Si	1.3442	9.509	16.3631
Si	4.0701	12.2288	16.3673
Si	6.7872	14.9522	16.3614
Si	9.5146	1.3539	16.3352
Si	6.7914	4.0694	16.3566
Si	9.5139	6.7903	16.3367
Si	6.7887	9.5051	16.3666
Si	9.5148	12.2296	16.3423
Si	12.2434	14.9547	16.3138
Si	14.9709	1.3662	16.281
Si	12.2401	4.08	16.3067
Si	14.9759	6.8047	16.2822
Si	12.2461	9.5143	16.3115
Si	14.9713	12.2432	16.2818
Si	17.6972	14.9697	16.2591
Si	20.4198	1.3828	16.2618
Si	17.7037	4.0978	16.2739
Si	20.4194	6.8165	16.2682
Si	17.7	9.5337	16.2637
Si	20.4161	12.2526	16.2527
Si	23.1327	14.981	16.2676
Si	25.8411	1.3716	16.2861
Si	23.1326	4.101	16.2729
Si	25.8426	6.8156	16.2904
Si	23.1331	9.5336	16.2707
Si	25.8422	12.2488	16.2936
Si	28.5505	14.9631	16.319
Si	31.273	1.3616	16.344
Si	28.5549	4.0898	16.3122
Si	31.2685	6.7942	16.35
Si	28.552	9.517	16.3218
Si	31.2634	12.2345	16.3418
Si	2.7061	16.3124	17.73
Si	5.428	2.721	17.7294
Si	2.7126	5.4302	17.7439
Si	5.4309	8.1403	17.7359
Si	2.7162	10.8573	17.7228
Si	5.4229	13.5947	17.7284
Si	8.1501	16.3206	17.7059
Si	10.8673	2.7322	17.6763
Si	8.1544	5.4294	17.7069
Si	10.8692	8.1649	17.6759
Si	8.146	10.8761	17.7128
Si	10.8768	13.5989	17.6837
Si	13.6011	16.3374	17.6478
Si	16.332	2.7388	17.6209
Si	13.5989	5.4568	17.642
Si	16.3406	8.1751	17.6224
Si	13.6121	10.8838	17.6485
Si	16.3318	13.6174	17.6195
Si	19.0595	16.336	17.6055
Si	21.7748	2.7472	17.6276
Si	19.0619	5.4657	17.6337
Si	21.7819	8.1749	17.6282
Si	19.0597	10.8992	17.6148
Si	21.7785	13.6096	17.608
Si	24.4883	16.3354	17.6423
Si	27.1959	2.7282	17.6545
Si	24.4878	5.4599	17.6418
Si	27.2022	8.149	17.6764
Si	24.4924	10.8802	17.6437
Si	27.1979	13.5965	17.6726
Si	29.9128	16.3149	17.6875
Si	32.6311	2.7062	17.7277
Si	29.912	5.4253	17.7007
Si	32.6319	8.1409	17.7228
Si	29.9133	10.8621	17.6949
Si	32.6258	13.5849	17.7092
Si	1.3493	1.3456	19.0995
Si	4.0784	4.0753	19.1119
Si	1.3515	6.79	19.1046
Si	4.0642	9.4928	19.1001
Si	1.3486	12.2173	19.0654
Si	4.066	14.957	19.0952
Si	6.7948	1.3611	19.0775
Si	9.5102	4.0734	19.0677
Si	6.7906	6.7648	19.0862
Si	9.502	9.5026	19.0566
Si	6.7787	12.2268	19.083
Si	9.5051	14.9493	19.0516
Si	12.2266	1.3671	19.0117
Si	14.9657	4.0972	18.9764
Si	12.2282	6.7993	19.0154
Si	14.9759	9.5171	18.9884
Si	12.2418	12.2247	19.0169
Si	14.9746	14.9785	18.981
Si	17.7031	1.3799	18.9578
Si	20.4348	4.1206	18.9924
Si	17.7102	6.8425	18.986
Si	20.4286	9.5489	18.9705
Si	17.6954	12.2588	18.9643
Si	20.4271	14.979	18.9514
Si	23.1447	1.4027	18.9875
Si	25.8491	4.1049	19.0013
Si	23.1427	6.8279	19.0008
Si	25.8462	9.5208	19.019
Si	23.1324	12.2558	18.9764
Si	25.8363	14.9705	19.0128
Si	28.5553	1.3768	19.02
Si	31.2662	4.0674	19.0788
Si	28.5481	6.7797	19.0538
Si	31.2615	9.4946	19.0704
Si	28.5534	12.2264	19.0397
Si	31.2667	14.9521	19.0584
Si	32.6097	16.3031	20.4461
Si	2.7196	2.7026	20.4635
Si	32.6233	5.4204	20.4498
Si	2.7205	8.1293	20.4879
Si	32.65	10.8326	20.4192
Si	2.6836	13.5901	20.4327
Si	5.4423	16.3233	20.445
Si	8.1425	2.7236	20.4474
Si	5.4512	5.4163	20.4921
Si	8.1556	8.1244	20.4281
Si	5.4235	10.8586	20.4517
Si	8.1439	13.5932	20.4298
Si	10.8561	16.3378	20.3821
Si	13.5911	2.7492	20.3344
Si	10.8772	5.4491	20.4024
Si	13.5858	8.1769	20.3435
Si	10.872	10.8693	20.3903
Si	13.6087	13.6153	20.3281
Si	16.3466	16.3474	20.3176
Si	19.0632	2.7424	20.3054
Si	16.319	5.4853	20.3052
Si	19.0863	8.2056	20.3421
Si	16.3528	10.8821	20.3178
Si	19.0692	13.6218	20.299
Si	21.792	16.3363	20.3035
Si	24.4815	2.7843	20.3612
Si	21.7929	5.4862	20.3695
Si	24.5018	8.1652	20.384
Si	21.7883	10.8982	20.3334
Si	24.4764	13.6004	20.3577
Si	27.1918	16.3465	20.3591
Si	29.8932	2.7076	20.4283
Si	27.1948	5.4166	20.4154
Si	29.9001	8.1251	20.4263
Si	27.1985	10.8626	20.3977
Si	29.9154	13.5748	20.4021
O	27.5857	3.2318	30.9153
O	0.6712	14.8777	28.5438
O	2.6796	16.3092	27.6905
O	26.1083	6.7681	28.9465
O	2.5576	3.3367	31.0347
O	1.4461	3.8684	36.2085
O	4.129	5.425	30.5231
O	1.6035	9.7213	28.5763
O	2.2658	11.1739	30.5796
O	5.4982	13.5939	27.6595
O	12.3333	14.6485	28.5917
O	33.1244	9.3594	37.2457
O	14.7472	15.8027	34.8595
O	6.2805	6.7789	30.2543
O	10.1286	6.7931	28.86
O	5.4954	8.1641	26.9581
O	9.2154	3.5291	34.5893
O	6.798	9.5216	28.6683
O	13.7626	16.3208	27.3156
O	6.2422	15.8155	34.973
O	13.4317	4.0175	28.607
O	14.9189	5.5494	30.3299
O	14.3982	6.925	28.2732
O	16.4419	8.2949	27.4223
O	5.7941	12.2498	32.9977
O	10.2383	13.2822	28.1415
O	13.773	10.8853	27.3213
O	17.3195	11.3997	37.8052
O	19.1392	16.4733	27.2191
O	19.0302	16.4221	33.0372
O	12.0072	9.6021	28.5942
O	15.6092	3.1502	30.1522
O	21.6855	14.5449	34.5265
O	13.7675	10.2339	30.4773
O	19.9304	5.7134	30.0149
O	21.6126	16.7222	35.9326
O	18.1284	5.6048	37.241
O	24.3828	5.4073	27.6199
O	22.5231	3.8251	28.4854
O	16.7002	17.3525	33.8491
O	4.2095	4.0258	35.9611
O	30.7056	16.8125	28.4015
O	22.7788	1.5428	29.7377
O	23.1571	2.4823	35.433
O	29.7859	10.8086	27.6051
O	31.424	12.6446	28.4142
O	2.1046	13.6146	35.9771
O	24.8139	11.3598	27.5592
O	21.2712	14.4542	37.1941
O	4.0126	7.1507	28.7224
O	15.1352	1.9656	35.7135
O	2.5138	5.7042	34.9637
O	0.9646	1.9398	38.5564
O	3.0873	12.1817	33.5193
O	32.5511	3.9596	31.2072
O	19.4018	15.2332	35.6255
O	13.1908	14.2827	33.4119
O	5.2024	8.0367	37.6117
O	17.2567	11.3878	33.3176
O	20.4124	10.0254	32.6088
O	7.6751	8.5918	37.1313
O	21.8081	13.7558	27.6638
O	14.3788	15.5296	38.3253
O	31.1153	6.168	28.6424
O	23.9671	11.6176	33.9805
O	4.6753	17.8161	36.2449
O	27.0866	15.047	33.7494
O	26.5543	9.3134	37.4593
O	19.1665	4.7198	34.9106
O	8.511	7.8698	34.0995
O	8.9357	4.5398	38.4372
O	7.2877	16.7349	37.2687
O	27.1419	5.807	31.3073
O	27.4619	13.9833	37.2719
O	5.7983	2.1969	30.7514
O	1.2821	3.9274	28.889
O	33.3058	1.6771	30.3848
O	17.1211	6.6317	35.1874
O	4.0663	13.8508	37.8186
O	6.2699	3.6738	28.5371
O	32.7199	13.7793	37.6408
O	4.09	7.2192	33.5991
O	17.852	15.0414	31.1972
O	9.0243	10.0978	35.4364
O	30.4773	14.9634	33.3405
O	20.345	7.7458	34.7461
O	26.9403	2.682	27.5259
O	7.0451	4.3777	31.1531
O	6.7707	13.8397	31.038
O	20.8761	3.2786	30.4767
O	11.2831	3.5536	32.9715
O	12.8695	8.3648	33.086
O	28.1944	7.3925	38.3022
O	27.6666	8.4779	35.1969
O	9.6276	9.9044	32.9426
O	3.705	9.9411	38.6125
O	10.5792	2.6526	37.609
O	10.0707	9.3242	37.725
O	28.923	3.7282	28.6888
O	30.9477	10.2495	38.3202
O	17.436	12.5792	35.6163
O	4.7667	3.8597	32.4603
O	2.8591	16.6055	37.8147
O	6.7139	3.1738	35.5926
O	27.3441	2.7169	37.2068
O	17.1597	1.9298	38.4551
O	29.3401	7.9519	33.2053
O	19.9759	4.7842	32.4203
O	6.1384	8.7038	33.139
O	4.2213	17.1074	33.496
O	17.1779	15.4143	28.3029
O	4.4936	12.543	30.8736
O	18.2369	3.8412	30.6421
O	12.9702	5.4145	37.4245
O	31.8289	8.5399	32.8757
O	1.4606	5.9551	37.8341
O	15.7518	1.39	28.0362
O	15.8934	13.3976	30.7014
O	15.078	11.4806	36.2108
O	6.487	15.983	32.5007
O	20.0375	4.4058	38.3762
O	6.9258	17.5087	28.6236
O	29.8789	5.6947	37.3294
O	6.3046	12.7211	38.5581
O	4.64	12.9156	35.4013
O	14.46	9.8968	38.5046
O	16.742	4.0578	35.5142
O	8.8809	15.3855	38.7822
O	30.56	12.4844	34.1612
O	12.7635	17.4956	37.487
O	28.4468	17.507	29.507
O	6.3334	7.1768	35.3414
O	10.8678	7.5178	31.4181
O	30.5285	7.6717	30.7531
O	32.3523	2.4736	27.6079
O	11.4819	2.2017	35.2594
O	24.4849	16.4534	31.0487
O	32.8592	11.7589	35.9424
O	4.2878	8.1195	31.1796
O	18.3421	10.0324	28.1514
O	17.6036	1.5003	29.688
O	15.4889	9.7216	32.4018
O	12.7513	12.2071	34.941
O	29.2967	17.3312	37.2606
O	8.6871	6.3698	31.0009
O	25.1345	8.1282	35.6239
O	12.2353	12.1396	29.4406
O	19.7195	10.2108	38.4268
O	3.6863	11.8624	28.4785
O	23.7567	17.2284	37.397
O	8.3853	11.4972	28.3822
O	9.4713	17.0666	28.5205
O	12.7448	11.4117	37.3957
O	5.6728	3.1079	37.9643
O	12.5464	5.8307	32.5577
O	0.9829	15.5649	31.1387
O	1.5207	7.6862	33.4434
O	27.7112	9.2997	28.2935
O	19.8588	10.2476	35.2703
O	10.4625	13.9226	37.4776
O	2.2802	17.2805	35.3099
O	21.0191	12.1449	33.9474
O	28.6716	6.4822	29.3103
O	25.1963	17.4239	28.6532
O	28.4875	11.7306	32.7747
O	10.7859	14.0213	30.6457
O	30.2476	5.1659	31.0122
O	13.2059	7.4738	30.5769
O	22.1672	9.5813	34.3683
O	8.1146	11.1234	37.6361
O	21.0924	2.9176	33.9332
O	20.6625	1.9806	28.2521
O	24.1649	6.2305	32.0287
O	23.4626	15.5229	28.6624
O	29.748	14.2934	35.858
O	1.0975	8.828	31.0398
O	16.9015	16.2329	36.2088
O	26.0165	10.5933	35.2215
O	29.9296	5.3689	34.7559
O	10.5569	16.4748	36.6722
O	2.7601	3.0992	34.0215
O	14.1271	4.4442	35.3851
O	16.1923	10.835	30.0784
O	19.9542	8.2464	30.6976
O	4.3914	1.7948	28.5556
O	27.3731	8.3163	30.6755
O	11.199	2.6238	27.7912
O	20.649	7.466	28.2595
O	25.6259	9.9987	29.769
O	30.9285	15.5499	38.3726
O	27.961	10.93	30.3505
O	15.5989	8.25	30.2436
O	3.9259	15.3901	35.8034
O	15.4538	15.2718	32.4568
O	32.5353	8.0801	27.6026
O	6.8492	6.2485	32.8735
O	25.601	4.4491	38.1956
O	32.3171	10.8029	30.0656
O	31.6651	17.0203	32.3015
O	29.4006	12.2639	37.5947
O	15.3047	3.6908	37.6651
O	25.4843	15.4647	38.2115
O	29.2658	2.8886	35.3135
O	24.9865	5.7273	34.5477
O	30.2139	7.7611	35.6967
O	3.7434	9.7745	33.1877
O	28.1464	4.2208	33.2727
O	25.4663	13.3501	35.0998
O	11.6553	7.3637	38.4467
O	8.6661	15.0023	35.7528
O	19.0202	5.5333	27.394
O	18.0177	9.0609	32.3642
O	8.2598	17.4717	34.9257
O	18.4681	8.429	36.5297
O	3.6117	4.6015	38.6588
O	23.1885	9.9789	28.9878
O	4.5002	14.4891	33.3184
O	1.1568	10.3014	33.1702
O	7.6288	15.092	28.2368
O	29.5972	10.128	34.6705
O	18.8141	17.73	35.3453
O	15.6354	16.0562	30.1309
O	11.2875	10.3291	31.0404
O	8.8555	14.472	32.4335
O	7.0989	2.664	33.0948
O	30.6875	3.5525	33.0927
O	1.9486	11.5158	37.7526
O	24.1024	6.1824	37.0963
O	28.8676	16.9122	32.8805
O	20.263	11.8331	28.4931
O	32.1524	4.0557	37.87
O	15.5011	13.2793	34.0705
O	1.6084	17.4342	32.7835
O	10.9388	4.9952	30.6886
O	19.031	16.5668	37.7637
O	22.8338	7.0676	35.0731
O	15.962	13.638	37.4833
O	6.7288	11.2809	30.5823
O	22.6035	12.7243	38.4191
O	25.6658	4.1198	32.5433
O	30.03	9.9796	31.6808
O	30.2168	2.6403	30.6902
O	32.3097	14.2	35.0849
O	19.0848	10.7115	30.5571
O	26.1723	17.3607	32.9232
O	8.8081	9.7506	30.3688
O	13.206	3.6833	31.163
O	9.2809	12.0296	31.4367
O	16.667	9.1516	34.7015
O	32.1722	5.9072	36.0474
O	16.0157	8.225	37.1748
O	23.2207	4.1732	33.3605
O	21.6288	2.4641	37.5671
O	8.1498	16.1089	30.5591
O	24.2489	11.627	36.7762
O	22.26	6.9132	30.2237
O	20.2489	14.2016	32.3179
O	2.3565	10.3162	35.4323
O	29.9902	15.7549	30.7815
O	13.086	6.9841	35.3309
O	27.5909	17.2428	35.1913
O	21.052	8.5685	37.0964
O	26.938	13.3416	27.6429
O	25.3674	13.2591	32.5084
O	10.9885	12.9476	33.0774
O	22.7225	13.3275	32.3838
O	7.0229	6.1296	37.6557
O	23.9387	11.3146	31.277
O	2.4636	13.7278	29.9438
O	17.8355	12.485	29.0656
O	8.1847	5.3822	27.7881
O	28.7252	15.0462	28.6048
O	2.4912	5.461	32.446
O	17.9741	13.9542	33.5013
O	23.8696	8.7134	31.2387
O	30.1672	12.3265	30.7175
O	17.2607	3.766	28.2484
O	10.9612	8.475	34.8051
O	23.4376	17.8811	33.0233
O	21.9811	7.5298	32.6772
O	28.1955	12.2983	35.3117
O	18.6241	2.7502	33.1776
O	15.352	12.6893	28.2867
O	13.2894	9.6655	35.3884
O	11.2499	14.4633	35.1235
O	32.5617	13.3542	30.6064
O	11.4936	4.834	35.2729
O	24.5376	15.493	33.5783

Results
total energy: -218731.936 eV
total energy less fixed offsets of O -438.35, Si -107.03 eV per atom: -13.216 eV

Forces (eV/angstrom), in the order of the atoms: element, x, y, z
Si	0.0695	-0.1227	0.799
Si	-0.0194	-0.1692	0.6833
Si	-0.036	0.2676	0.684
Si	0.2598	-0.1674	0.6809
Si	-0.1016	0.1872	0.8083
Si	0.0216	0.3051	0.7631
Si	-0.3286	0.4317	0.5667
Si	0.1174	-0.1294	0.7786
Si	-0.0706	0.2271	0.7314
Si	-0.1958	0.0159	0.7402
Si	0.072	-0.2444	0.7734
Si	0.3043	-0.2437	0.5986
Si	-0.2264	0.1301	0.6675
Si	-0.0979	0.0756	0.6592
Si	0.2335	-0.1067	0.7483
Si	0.2768	-0.2724	0.5935
Si	-0.1655	0.2428	0.675
Si	0.1637	-0.1001	0.7821
Si	-0.0118	-0.1011	0.756
Si	0.1936	-0.0814	0.7313
Si	-0.1706	0.3507	0.684
Si	0.3481	-0.2502	0.7488
Si	-0.0136	0.2616	0.6304
Si	-0.3178	0.2695	0.7212
Si	-0.1289	0.0866	0.8028
Si	0.2176	-0.1757	0.7417
Si	-0.2533	0.1561	0.7645
Si	-0.1457	0.0486	0.7376
Si	0.3959	-0.4524	0.6103
Si	0.1331	-0.2387	0.7704
Si	-0.1969	0.1523	0.7367
Si	-0.1885	0.0407	0.7287
Si	0.2037	-0.0856	0.8169
Si	0.1455	-0.4439	0.6208
Si	-0.1967	0.0426	0.7417
Si	0.0831	-0.0412	0.7386
Si	0.0374	-0.011	-0.0833
Si	0.0985	0.0144	-0.0473
Si	-0.022	0.0021	-0.0686
Si	-0.0126	0.0031	-0.0304
Si	-0.0458	-0.0269	-0.0607
Si	-0.0077	-0.0424	-0.057
Si	-0.0381	-0.0641	-0.0633
Si	-0.0175	-0.0198	-0.0553
Si	-0.0124	-0.0048	-0.0295
Si	0.0141	0.0297	-0.0357
Si	-0.0052	0.0038	-0.0402
Si	0.0181	-0.0266	-0.03
Si	-0.0076	-0.0255	-0.0545
Si	0.0151	0.043	-0.0843
Si	-0.0235	-0.0084	-0.0451
Si	-0.0391	0.0018	-0.0347
Si	-0.017	-0.0219	-0.0101
Si	-0.0501	-0.0175	-0.0631
Si	0.0437	0.0237	-0.0275
Si	0.0082	0.0386	-0.0192
Si	-0.0065	-0.0216	-0.0239
Si	-0.0264	0.0651	-0.0539
Si	0.0452	0.0065	-0.0228
Si	0.0285	-0.0122	-0.027
Si	0.0017	0.0186	-0.0199
Si	-0.0315	-0.0185	-0.0542
Si	-0.0176	-0.0121	-0.0548
Si	0.023	0.0125	-0.0578
Si	-0.0387	0.0381	-0.0535
Si	0.0239	0.0089	-0.0384
Si	0.0002	-0.0475	-0.0608
Si	-0.024	-0.0089	0.0103
Si	-0.002	0.0106	0.0009
Si	-0.0009	-0.0346	-0.0351
Si	0.0429	0.0082	-0.0319
Si	0.012	-0.0183	-0.0782
Si	0.0208	-0.018	0.0624
Si	-0.0402	0.0133	0.0338
Si	0.0229	-0.0157	0.0187
Si	0.005	-0.0347	0.0229
Si	-0.0258	0.018	-0.0035
Si	0.0224	0.0047	0.0138
Si	0.0362	-0.0134	0.0366
Si	0.0153	0.0135	0.0212
Si	-0.0012	-0.013	0.0003
Si	0.0083	-0.0047	0.002
Si	-0.0367	0.0134	0.0492
Si	-0.0163	0.0395	0.0359
Si	-0.0066	-0.0068	-0.0036
Si	-0.0055	0.0214	0.0056
Si	0.0303	-0.0214	0.0417
Si	0.0025	-0.0049	0.0297
Si	0.0137	0.0253	-0.0037
Si	0.0141	0.0114	0.0604
Si	-0.0217	-0.0193	0.0596
Si	-0.0467	-0.0175	0.0175
Si	0.0431	-0.0115	0.0227
Si	0.0106	-0.0287	0.0462
Si	-0.0232	-0.0084	-0.0098
Si	0.0296	-0.0022	0.0076
Si	-0.0085	-0.0086	0.0155
Si	0.0099	0.0173	0.0376
Si	0.002	0.0046	-0.0172
Si	0.0103	0.0259	0.0038
Si	0.0161	-0.0027	0.0291
Si	0.0086	-0.0236	0.0166
Si	-0.0208	-0.0268	-0.0109
Si	-0.0445	0.0564	-0.0356
Si	0.0417	-0.0168	0.024
Si	-0.0129	0.0307	-0.0029
Si	-0.0205	0.0169	0.0144
Si	0.0194	0.0193	0.0425
Si	0.0022	-0.0184	-0.0152
Si	0.0013	-0.0264	-0.0032
Si	0.0136	-0.0175	-0.0002
Si	-0.0106	0.017	-0.01
Si	0.0042	-0.0241	0.014
Si	0.0079	0.0117	-0.0022
Si	-0.0102	0.0047	0.0039
Si	-0.0254	0.0329	-0.0335
Si	-0.0213	0.0217	-0.0155
Si	-0.0022	-0.0113	-0.003
Si	0.0016	0.0171	-0.0473
Si	-0.0241	0.0047	-0.0253
Si	-0.0163	-0.0166	-0.0271
Si	0.013	-0.0048	-0.0096
Si	-0.0012	0.0081	-0.0352
Si	-0.015	-0.005	-0.0195
Si	0.0162	0.0286	0.0018
Si	0.0229	-0.0017	-0.0152
Si	-0.0011	-0.0301	-0.0011
Si	-0.004	0.0467	-0.0268
Si	-0.005	0.0152	0.0244
Si	0.0137	0.0152	-0.0301
Si	-0.0075	-0.0022	-0.0034
Si	-0.0126	0.0052	0.0221
Si	0.0026	0.0288	-0.0086
Si	0.0141	0.0098	-0.0106
Si	-0.0031	-0.0071	0.004
Si	-0.0116	-0.0264	-0.0107
Si	-0.0258	0.0229	-0.0348
Si	-0.031	-0.0167	-0.0225
Si	0.0027	-0.0207	-0.0117
Si	0.0323	0.0033	-0.0075
Si	0.0419	-0.0373	-0.0418
Si	0.0022	-0.0459	-0.0186
Si	0.0093	0.005	-0.0102
Si	0.0133	0.0013	-0.0335
Si	-0.0107	-0.0092	0.0122
Si	0.0187	0.0021	0.0084
Si	-0.0032	0.0132	0.0106
Si	0.0071	0.0081	0.0011
Si	-0.0043	-0.0099	0.0112
Si	0.0072	-0.016	0.0003
Si	-0.0103	0.0199	-0.004
Si	0.0169	-0.0242	0.0153
Si	-0.0131	-0.0129	0.0275
Si	-0.0057	0.011	0.0157
Si	-0.0289	-0.0227	-0.0061
Si	-0.0025	-0.0129	0.016
Si	0.0087	-0.0095	-0.0079
Si	0.0127	-0.022	-0.0074
Si	0.0123	-0.0012	0.0081
Si	-0.0018	-0.0152	0.0001
Si	0.009	-0.033	0.0147
Si	-0.0077	0.0092	0.0092
Si	0.0029	0.0091	0.011
Si	-0.0057	0.0026	-0.0031
Si	0.0057	0.0027	0.0017
Si	0.0075	0.0118	0.011
Si	0.0066	0.0303	0.0287
Si	-0.0136	0.0081	0.0042
Si	-0.0076	0.0158	0.0053
Si	0.0176	0.0108	-0.0031
Si	0.0221	-0.0016	0.023
Si	0.0005	0.0041	0.0085
Si	-0.0122	0.007	0.0148
Si	-0.0011	-0.0097	-0.0216
Si	-0.0016	-0.0032	0.0009
Si	-0.0009	0.0124	-0.0055
Si	0.0051	-0.0092	0.0123
Si	-0.0019	0.0106	-0.0008
Si	-0.0091	-0.0011	0.0028
Si	0.004	-0.0011	0.0059
Si	0.0011	-0.001	0.003
Si	-0.0192	-0.0055	0.0174
Si	0.0113	0.0063	-0.0294
Si	0.0382	-0.0015	0.0106
Si	-0.0143	0.0129	0.0266
Si	-0.0054	0.0247	0.027
Si	-0.0187	-0.0138	-0.0002
Si	-0.0166	0.0062	0.006
Si	0.0308	-0.0173	0.0362
Si	0.0219	0.0239	0.0097
Si	0.0113	-0.0115	0.0108
Si	0.018	0.0113	0.0007
Si	0.0163	0.0419	0.0214
Si	0.0016	0.0027	-0.014
Si	-0.0161	0.0079	0.0144
Si	-0.0072	-0.0178	0.0205
Si	0.0105	0.0122	0.0086
Si	-0.0123	-0.0163	-0.0143
Si	-0.0149	-0.0445	0.0414
Si	-0.0362	0.0122	0.0054
Si	-0.0355	-0.01	0.0109
Si	0.0138	-0.0408	0.007
Si	-0.0008	-0.0126	0.0148
Si	0.0002	0.0087	0.0409
Si	-0.0053	-0.0209	0.0002
Si	-0.0231	0.0051	0.044
Si	-0.0147	0.0161	0.074
Si	0.0246	0.0246	-0.0134
Si	0.01	0.013	0.027
Si	0.0078	-0.0032	0.0118
Si	-0.0096	0.008	0.0159
Si	0.0216	-0.0071	0.0044
Si	-0.0009	-0.0092	0.0017
Si	-0.0006	-0.0002	0.0285
Si	0.0085	-0.0266	0.0121
Si	0.0182	-0.0049	0.0103
Si	0.0282	0.0077	-0.0328
Si	0.0011	-0.0225	0
Si	-0.0486	0.0189	-0.03
Si	0.036	-0.014	-0.0241
Si	0.0093	-0.0066	0.0244
Si	-0.0132	-0.0082	-0.0091
Si	0.0019	0.0198	0.0126
Si	0.0138	0.0272	0.0137
Si	-0.0108	0.0136	-0.0216
Si	-0.033	0.0052	-0.0035
Si	-0.0351	-0.0128	-0.0487
Si	0.0102	0.0054	-0.0287
Si	0.0039	-0.0376	-0.0197
Si	0.0428	0.0062	-0.0154
Si	-0.0365	-0.0219	-0.0051
Si	-0.0009	0.0128	-0.0393
Si	0.0306	-0.0097	-0.0349
Si	-0.0462	-0.0425	-0.025
Si	0.0293	0.0284	-0.0303
Si	0.0163	-0.004	-0.0215
Si	-0.0181	-0.0088	-0.0527
Si	-0.0044	0.0266	0.0014
Si	0.0071	0.0341	-0.005
Si	-0.0174	0.0116	-0.0306
Si	-0.0087	0.0088	0.02
Si	0.02	-0.0002	-0.0562
Si	0.0498	0.0241	-0.0265
Si	-0.0509	-0.0186	-0.0384
Si	-0.0123	-0.0186	-0.0091
Si	0.0284	0.0073	-0.0119
Si	-0.0057	-0.0392	-0.0472
Si	0.013	-0.0181	-0.0016
Si	-0.0044	0.0023	0.0043
Si	-0.0289	0.0236	-0.0603
Si	0.032	0.0081	-0.066
Si	-0.0341	-0.0166	-0.0196
Si	-0.0028	-0.0338	0.0406
Si	-0.0193	0.0151	0.0623
Si	0.0056	-0.0307	0.0347
Si	0.0003	0.0196	0.0342
Si	0.0137	-0.0186	0.0696
Si	0.0002	0.0285	0.0482
Si	0.0157	0.0306	0.0187
Si	-0.0067	-0.068	0.0086
Si	0.0081	0.0255	0.0208
Si	0.0182	-0.0279	0.0208
Si	-0.0119	-0.0014	0.0234
Si	0.0154	0.0527	0.0781
Si	0.0017	-0.01	0.0303
Si	-0.014	0.0011	0.0841
Si	0.0564	-0.0404	0.0672
Si	-0.052	0.0392	0.0511
Si	-0.0428	0.0264	0.0861
Si	-0.002	0.0367	0.0228
Si	0.0182	-0.0373	0.0288
Si	-0.0288	-0.0027	0.0534
Si	-0.0112	0.0117	0.0746
Si	-0.0025	0.0152	0.0208
Si	-0.0094	-0.0013	0.0444
Si	-0.0025	0.0023	0.0794
Si	0.0081	-0.0673	0.0348
Si	0.0378	0.0414	0.0506
Si	0.0013	0.0041	0.0241
Si	-0.0374	-0.0318	0.03
Si	-0.0113	-0.0358	0.0618
Si	-0.0412	0.0386	0.0174
Si	0.0014	0.0364	0.0719
Si	0.0227	0.0136	0.0254
Si	-0.0122	-0.0386	0.0798
Si	0.0106	-0.0163	0.0744
Si	-0.0024	0.0104	0.0224
Si	-0.0011	0.0407	0.0761
Si	-0.0138	-0.25	-0.7263
Si	0.1884	0.1413	-0.7352
Si	0.2751	0.2862	-0.7399
Si	-0.3639	-0.5354	-0.5135
Si	0.1218	0.1997	-0.7913
Si	-0.0842	-0.0726	-0.708
Si	-0.0346	0.2009	-0.6385
Si	-0.1718	-0.0155	-0.685
Si	-0.0485	-0.1679	-0.712
Si	0.1567	0.2449	-0.6845
Si	0.4659	0.4032	-0.6034
Si	0.1306	-0.1546	-0.7317
Si	-0.3027	-0.29	-0.6859
Si	0.0805	0.2087	-0.8116
Si	0.0442	0.2737	-0.6224
Si	-0.0291	-0.2334	-0.7166
Si	-0.2077	-0.2708	-0.62
Si	0.2021	0.2091	-0.6979
Si	-0.1253	-0.4811	-0.7303
Si	0.2087	0.187	-0.7346
Si	-0.1257	-0.1154	-0.7145
Si	0.1454	0.0419	-0.6503
Si	0.0324	0.1505	-0.7208
Si	-0.1825	-0.0782	-0.8355
Si	0.1801	0.2174	-0.7094
Si	-0.2241	-0.3242	-0.751
Si	-0.1392	-0.226	-0.7884
Si	0.2551	0.3064	-0.7553
Si	-0.2259	-0.3573	-0.7434
Si	0.035	0.0402	-0.5582
Si	0.1009	0.2122	-0.7612
Si	-0.1814	-0.1335	-0.6797
Si	0.1952	0.3372	-0.6897
Si	-0.2914	-0.1365	-0.7055
Si	0.0191	-0.1488	-0.6918
Si	0.0802	0.05	-0.7696
Si	0.1403	-0.1665	-0.0251
Si	0.0052	0.0827	0.0811
Si	-0.1698	-0.107	-0.1068
Si	0.0461	-0.0196	-0.0235
Si	0.0875	0.0207	-0.09
Si	-0.0592	-0.0104	0.0704
Si	-0.1055	0.0428	-0.0062
Si	0.0649	-0.0578	-0.1214
Si	-0.0492	0.0657	-0.1398
Si	0.0353	-0.0237	-0.0207
Si	0.0869	0.0519	-0.0078
Si	0.1365	-0.0305	-0.0805
Si	-0.0211	0.0265	0.0613
Si	0.0013	-0.0697	0.1286
Si	0.0108	0.0209	-0.0928
Si	0.0219	0.0302	0.129
Si	-0.0001	0.0525	-0.0548
Si	-0.1284	-0.0273	0.0887
Si	-0.0754	0.0992	0.0277
Si	-0.0064	0.082	0.0529
Si	0.0622	0.0564	0.0836
Si	-0.0702	-0.0181	-0.1107
Si	-0.0477	0.0073	-0.0042
Si	0.1144	0.0401	-0.166
Si	-0.002	0.0947	-0.0017
Si	0.0538	-0.029	0.0455
Si	0.0775	0.0073	0.0227
Si	-0.0172	-0.1156	-0.0612
Si	-0.0132	-0.0568	0.0012
Si	0.0014	-0.0927	-0.0437
Si	-0.0316	-0.0113	0.117
Si	0.0496	0.0631	0.0557
Si	0.1153	0.0043	0.0684
Si	-0.0173	0.0171	-0.1383
Si	-0.063	-0.1488	0.0121
Si	0.0789	0.0193	-0.093
Si	-0.0171	0.0616	-0.0849
Si	-0.0368	-0.0961	-0.1339
Si	0.0284	0.0031	0.0955
Si	-0.0257	-0.0117	-0.0085
Si	0.0212	0.0392	0.1634
Si	-0.0856	0.1616	0.2246
Si	-0.048	-0.2165	0.1452
Si	-0.0091	-0.0226	-0.0104
Si	-0.0122	-0.0485	0.0571
Si	0.1634	0.0198	0.081
Si	-0.0917	0.0198	0.0425
Si	-0.0368	0.0471	-0.103
Si	-0.0025	-0.0048	0.1534
Si	0.0568	0.1312	-0.11
Si	-0.1318	-0.0164	-0.044
Si	0.0038	0.0688	0.0455
Si	-0.0103	-0.1134	0.061
Si	-0.0971	-0.003	0.0088
Si	-0.0419	-0.0889	0.1427
Si	-0.0802	-0.0339	-0.0026
Si	-0.1698	0.0256	-0.0687
Si	-0.1062	0.0004	-0.1451
Si	-0.0305	0.0431	-0.2513
Si	0.1253	-0.0108	-0.0072
Si	0.0122	0.0824	0.0472
Si	-0.0711	-0.0365	-0.1599
Si	-0.0042	0.0775	0.0346
Si	-0.0221	-0.0461	-0.1104
Si	-0.0034	0.0963	0.038
Si	-0.1216	0.0252	0.0601
Si	-0.0621	0.1287	-0.0959
Si	-0.0298	-0.1232	-0.0061
Si	-0.1255	0.0592	0.1089
Si	0.0087	0.1773	-0.015
Si	-0.0602	0.0123	0.0452
Si	-0.0312	-0.0422	0.0824
Si	-0.0003	0.1177	-0.075
Si	0.0006	0.0721	0.0389
Si	0.0593	0.0347	-0.0797
Si	0.0715	0.0229	0.0971
Si	-0.0014	-0.0579	0.0507
Si	-0.0362	-0.1168	-0.1008
Si	-0.0362	-0.1806	0.1558
Si	0.1119	0.0486	-0.0616
Si	-0.0102	0.0263	0.0482
Si	0.0653	0.1089	0.0491
Si	0.0657	-0.0798	0.1
Si	0.0029	-0.0294	-0.0492
Si	-0.064	0.0854	-0.022
Si	0.0779	-0.0124	0.0118
Si	-0.0424	-0.0246	0.0461
Si	0.0186	-0.0519	-0.0168
Si	0.1758	-0.0696	-0.1418
Si	0.1214	-0.0221	-0.1879
Si	0.0507	-0.0839	-0.0907
Si	0.1418	-0.1012	0.0334
Si	-0.0689	0.071	-0.278
Si	0.0374	-0.0383	0.0097
Si	0.064	-0.05	0.0944
Si	0.0288	-0.0025	0.0565
Si	-0.0685	-0.0841	-0.0562
Si	0.0264	0.0415	-0.0924
Si	0.1613	-0.0796	-0.0234
Si	0.1334	-0.0915	0.0368
Si	-0.0147	0.0093	0.0011
Si	0.0539	0.01	0.0367
Si	-0.0832	-0.1634	0.0187
Si	-0.0137	-0.0017	0.1181
Si	-0.135	0.1057	0.1245
Si	0.039	0.0552	0.0943
Si	-0.029	0.0018	-0.0156
Si	0.0002	-0.059	-0.0959
Si	-0.0092	-0.0101	-0.001
Si	-0.0057	-0.0049	-0.0039
Si	-0.0031	0.0202	-0.0045
Si	-0.0099	-0.012	0.0113
Si	0.018	0.0171	-0.0044
Si	-0.0064	0.0175	-0.0019
Si	0.0075	-0.0069	-0.0114
Si	0.0062	-0.0026	-0.007
Si	-0.0046	-0.0285	-0.0062
Si	-0.003	-0.0006	-0.0013
Si	-0.0047	-0.0166	-0.0102
Si	-0.0217	-0.0151	-0.008
Si	-0.0084	-0.0164	-0.006
Si	-0.0083	0.0019	-0.0001
Si	0.0143	-0.0054	-0.0073
Si	0.0042	0.0007	0.002
Si	0.0022	-0.0083	-0.0128
Si	-0.006	-0.0143	-0.0123
Si	0.0229	-0.0035	-0.0031
Si	-0.0088	-0.0098	0.0119
Si	-0.0049	-0.0151	0.008
Si	-0.0122	-0.0137	-0.0088
Si	0.0122	0.0025	-0.0125
Si	0.0059	-0.0037	-0.0022
Si	0.0042	-0.0108	-0.0018
Si	-0.0062	0.018	-0.0029
Si	-0.02	-0.0146	-0.012
Si	-0.0108	0.0357	-0.0279
Si	-0.0012	-0.0131	-0.0123
Si	-0.0047	0.0187	-0.0022
Si	0.0021	0.0157	-0.0065
Si	0.015	0.0363	-0.0158
Si	0.0039	0.0242	-0.0132
Si	0.002	0.0119	-0.0074
Si	0.0126	0.0247	-0.0118
Si	-0.0012	0.0214	-0.0091
Si	-0.0043	0.0133	-0.0077
Si	-0.0064	-0.0095	-0.0001
Si	0.006	-0.0016	0.0009
Si	-0.0291	0.0145	-0.0057
Si	0.0023	-0.0179	-0.0014
Si	0.019	-0.0039	-0.0026
Si	-0.0068	0.001	0.0001
Si	-0.0025	-0.0011	-0.0053
Si	0.0047	0.005	-0.0107
Si	-0.0037	0.0138	0.0065
Si	-0.0006	0.0151	0.0012
Si	-0.0149	0.0173	-0.0002
Si	0.0065	0.0154	-0.0067
Si	0.0184	-0.0098	-0.0074
Si	-0.0091	0.0187	-0.0039
Si	-0.0043	-0.0071	0.0002
Si	0.0053	-0.0018	-0.0021
Si	0.0134	0.0021	-0.0059
Si	-0.0231	0.0061	-0.0055
Si	-0.0066	0.0102	-0.0022
Si	-0.0182	0.0146	0.0004
Si	0.0004	0.0073	0.0107
Si	0.0159	-0.0125	-0.0044
Si	-0.0041	-0.0006	-0.006
Si	0.0116	0.0019	-0.0046
Si	-0.0007	-0.0111	0.0075
Si	0.0114	-0.0229	-0.004
Si	0.0093	-0.0052	-0.0067
Si	-0.0002	0.0116	0.0011
Si	0.0019	-0.0072	0.0002
Si	-0.0061	-0.0123	-0.0059
Si	0.0156	-0.017	-0.0005
Si	0.0098	-0.0069	0.0015
Si	0.0037	-0.0099	-0.0005
Si	0.0012	-0.0006	-0.0056
Si	0.0116	0.0041	0.0043
Si	-0.0154	-0.0071	0.0049
Si	-0.0262	-0.0215	0.0019
Si	0.0163	0.0182	0.0011
Si	0.0153	0.0202	0.0113
Si	-0.0139	-0.0064	0.0048
Si	-0.0084	0.0034	-0.0025
Si	0.0092	0.0216	0.0063
Si	-0.0026	-0.002	0.0042
Si	0.0006	-0.0077	-0.0001
Si	0.0011	-0.01	0.0034
Si	-0.0101	-0.0143	0.0028
Si	-0.0006	-0.0075	0.0054
Si	-0.001	-0.0094	0.0109
Si	0.0095	0.0011	0.0053
Si	0.0041	-0.0091	0
Si	0.0051	0.004	-0.0047
Si	0.0012	-0.0089	-0.0064
Si	0.0005	-0.0086	-0.0019
Si	-0.0142	-0.0157	0.0074
Si	-0.0047	-0.0132	0.0019
Si	0.0223	0.0117	0.0121
Si	-0.009	-0.0002	0.0093
Si	-0.0143	-0.0022	0.0038
Si	0.003	0.0066	0.0005
Si	0.0004	-0.0004	0.0035
Si	0.0039	-0.0014	0.0007
Si	-0.0027	0.0114	0.006
Si	-0.0053	-0.0029	0.0061
Si	-0.0045	-0.0039	0
Si	-0.0044	0.009	0.0087
Si	0.0092	0.0101	0.0101
Si	0.0075	0.0062	0.011
Si	-0.0078	-0.0086	0.0002
Si	0.006	0.0007	-0.0019
Si	0.0069	0.0119	0.0022
Si	0.0256	0.0191	0.0001
Si	0.0061	0.0016	0.0107
Si	0.0081	-0.0021	0.0075
Si	0.0012	-0.0071	0.0041
Si	-0.0076	-0.0026	0.0071
Si	0.0099	-0.0029	0.0116
Si	-0.0001	-0.003	0.005
Si	0.0025	0.0034	0.0011
Si	0.0004	-0.0136	0.008
Si	-0.0007	0.0013	-0.0008
Si	-0.0004	0.0157	0.0028
Si	-0.0062	0.004	0.0104
Si	0.001	0.0109	0.0005
Si	-0.0018	0.0042	0.0078
Si	0.002	-0.0054	-0.0045
Si	-0.0027	0.0126	0.0002
Si	0.0042	-0.0013	0.005
Si	-0.0032	-0.0015	0.0058
Si	-0.0014	0.0051	0.0019
Si	0.0119	0.0045	0.0013
Si	-0.0099	0.0074	0.0017
Si	-0.0052	0.0077	0.0012
Si	-0.0066	-0.0035	0.007
Si	0.0019	-0.0042	0.0062
Si	0.0005	0.0022	0.0007
Si	-0.0049	-0.0044	-0.0011
Si	0.0025	-0.0023	0.0036
Si	0.0035	-0.0096	0.0024
Si	0.0032	-0.0023	0.0046
Si	-0.0029	0.0057	0.0021
Si	0.0005	0.0009	-0.0052
Si	-0.0012	-0.0056	0.0044
Si	0.0034	-0.0057	0.0083
Si	-0.0057	0.0029	0.0054
Si	0.0038	0.0026	0.0003
Si	0.004	-0.0013	-0.0032
Si	-0.006	-0.0096	0.0004
Si	-0.0048	0.0102	-0.0005
Si	-0.0113	-0.003	-0.002
Si	0.0037	-0.0017	-0.0027
Si	-0.0021	0.0063	0.0018
Si	-0.0025	0.001	0.0014
Si	0.0074	-0.002	0.0019
Si	0.0014	-0.0108	0.0014
Si	0.0046	0.003	0.0055
Si	0.0044	-0.0028	-0.0034
Si	0.0003	-0.0083	-0.0006
Si	-0.0063	-0.0051	0.0027
Si	0.0004	-0.0069	-0.0025
Si	-0.0015	-0.0005	-0.0004
Si	0.005	-0.0041	-0.0005
Si	0.0053	-0.0053	0.003
Si	0.0002	-0.0048	0.0017
Si	0.0033	0.0049	-0.0042
Si	0.0035	-0.0024	-0.001
Si	-0.0177	-0.0077	0
Si	-0.0037	-0.0036	-0.0021
Si	0.0011	-0.0041	0.0029
Si	-0.0027	0.0121	0.0018
Si	0.0077	-0.002	0.0047
Si	0.0017	-0.0043	0.0014
Si	0.0009	0.0004	0.0026
Si	0.0064	0.0047	0.0031
Si	-0.0034	-0.0042	-0.0023
Si	-0.0006	0.0013	0.0029
Si	-0.0032	0.0024	0.0039
Si	-0.0049	0.0059	0.001
Si	0.0056	0.0102	-0.0015
Si	0.0048	0.0025	-0.0014
Si	0.002	0.0001	0.0011
Si	0.002	0.003	-0.0002
Si	-0.0024	0.0045	-0.0018
Si	0.0099	0.0099	-0.003
Si	0.0076	-0.004	0.0025
Si	-0.0015	-0.0002	-0.0013
Si	0.0011	-0.0065	0
Si	0.0053	0.0014	0
Si	-0.0078	0.0023	0.0029
Si	-0.0064	0.0085	0.0022
Si	-0.0022	0.0095	-0.0018
Si	-0.0008	-0.0052	-0.0006
Si	-0.0031	0.0078	0.0003
Si	0.0028	0.0058	0.0001
Si	0.0053	0.0044	0.0009
Si	0.0029	0.0043	-0.0007
Si	0.0007	0.0026	-0.0021
Si	-0.003	0.0011	-0.0036
Si	0.0046	0.0063	-0.0027
Si	0.0006	0.0051	0.0015
Si	0.0011	0.0007	-0.0002
Si	0.0037	0.0031	-0.0006
Si	-0.0023	0.0034	-0.0044
Si	0	-0.0003	-0.0016
Si	0.0005	-0.0029	-0.0031
Si	-0.0034	-0.0052	0.0008
Si	-0.0118	0.0046	0.003
Si	-0.0039	0.0041	-0.0017
Si	-0.0002	-0.0015	-0.0018
Si	-0.0004	-0.0065	0.002
Si	-0.0006	-0.0036	0.004
Si	0.0023	-0.0029	0.0019
Si	0.0053	-0.0024	-0.0006
Si	0.0015	-0.0064	-0.0033
Si	0.0029	-0.004	0.0023
Si	-0.002	-0.0026	0.0014
Si	-0.0004	-0.0017	0.0007
Si	0.0072	-0.0011	0.0005
Si	-0.0002	-0.0037	-0.0017
Si	0.0057	-0.0091	0.004
Si	0.0014	0.0022	-0.0001
Si	-0.001	0.004	-0.0013
Si	-0.0035	0.0007	-0.0002
Si	-0.0022	0.0003	-0.0022
Si	-0.0003	0.0028	0.0017
Si	0.001	0.0001	0.0057
Si	0.0037	-0.0045	0.0012
Si	0.0043	-0.004	0.0017
Si	-0.0063	0.0023	0.0014
Si	-0.0011	-0.0045	0.0022
Si	0.0004	-0.0094	0.0003
Si	0.0009	-0.0038	0.0019
Si	0.0074	-0.0011	0.0029
Si	0.0013	-0.0073	0.0011
Si	0.0034	-0.0101	0.0015
Si	0.0018	-0.0004	0.0022
Si	0	-0.0033	-0.0005
Si	0.0033	-0.0012	-0.0013
Si	-0.0059	-0.0002	-0.0001
Si	-0.0045	-0.0016	-0.0008
Si	0.0002	-0.0021	0.001
Si	0.002	0.0009	-0.0037
Si	-0.0025	-0.0023	-0.0014
Si	-0.0039	-0.0026	-0.0003
Si	-0.0006	-0.0005	-0.0011
Si	0.0033	0.0013	-0.0016
Si	-0.0006	0.0052	-0.0024
Si	-0.0045	0.0067	-0.0027
Si	-0.0033	0.0029	-0.0003
Si	0.0053	0.0047	-0.0021
Si	0.0048	-0.0005	-0.0021
Si	0.0047	-0.0009	-0.0008
Si	-0.0005	0.0047	-0.0017
Si	0.0035	0.0045	-0.0006
Si	0.0018	0.0066	-0.0014
Si	0.0036	0.0083	-0.0021
Si	0.0006	-0.0032	0.0039
Si	0.0034	-0.0035	0.0002
Si	0.0026	-0.0023	0.0018
Si	0.0008	-0.0007	-0.0023
Si	0.0043	0.0002	-0.0024
Si	-0.0012	-0.0042	0.0008
Si	-0.0033	-0.002	0.0008
Si	-0.0088	-0.0013	-0.0019
Si	0.0053	-0.0022	-0.0012
Si	0.0029	-0.0015	0.0007
Si	0.001	0.008	0.0013
Si	0.0008	0.0056	0.0029
Si	-0.0014	0.0098	0.0012
Si	0.0031	-0.0013	-0.0012
Si	0.0015	0.0066	-0.0009
Si	0.0032	0.0096	-0.0033
Si	0.0055	0.0103	0.0009
Si	0.0009	0.0041	-0.0019
Si	-0.0034	0	-0.0031
Si	0.0018	-0.0002	-0.0016
Si	-0.0043	0.004	-0.0067
Si	-0.0066	0.0031	-0.0026
Si	0.0066	0.0042	-0.0033
Si	-0.0095	0.0004	-0.0041
Si	0.0016	0.0044	-0.0034
Si	-0.0037	-0.0065	0.0001
Si	-0.0035	-0.0064	-0.0018
Si	0.0047	-0.0047	0.0012
Si	-0.0081	-0.0066	0.0012
Si	0.005	0.0025	-0.0014
Si	-0.0022	-0.0039	-0.0008
Si	0.0014	-0.0002	0.001
Si	0.0073	-0.0021	0.0006
Si	-0.0017	-0.0015	-0.0013
Si	0.0016	-0.0067	0
Si	0.003	-0.01	0.0016
Si	0.0082	-0.003	0.004
Si	-0.0017	0.005	0.0023
Si	-0.0027	-0.0027	0.0012
Si	-0.004	0.0048	-0.0018
Si	-0.0069	0.0059	-0.0014
Si	0.002	-0.0054	-0.0022
Si	-0.0026	0.0042	0.0042
Si	0.0023	-0.0058	-0.0001
Si	0.0022	-0.0032	-0.0018
Si	-0.0028	-0.0006	-0.0006
Si	-0.0055	0.0019	-0.0063
Si	-0.0009	-0.009	0.0039
Si	0.0088	-0.0058	0.0017
Si	-0.0035	0.0034	-0.0028
Si	-0.0001	0.0011	0.0011
Si	0.0142	-0.0145	0.0002
Si	0.0058	-0.0141	0.0067
Si	0.001	-0.0044	-0.0025
Si	0.0034	0.004	-0.0028
Si	-0.0041	-0.002	0.0031
Si	-0.0033	-0.0065	0.0003
Si	0.0016	0.0044	0.0002
Si	-0.0098	0.0018	-0.0017
Si	-0.0053	0.0134	-0.0058
Si	-0.0078	-0.0004	0.0005
Si	0.0133	-0.0026	-0.0066
Si	0.0016	0.0016	-0.0002
Si	-0.0045	0.0069	-0.0085
Si	0.0008	0.007	-0.0067
Si	0.0013	0.0014	-0.002
Si	0.0011	0.0063	-0.0051
Si	0.007	-0.006	-0.0008
Si	-0.0028	-0.0012	-0.0072
Si	0.0046	0.0032	-0.0015
Si	0.0076	0.0025	-0.0016
Si	-0.0012	0.0046	-0.0025
Si	-0.0048	-0.0038	-0.002
Si	0.0045	-0.0026	-0.0074
Si	0.0119	0.0058	0.0003
Si	0.0002	0	0.0001
Si	0.0071	0.0085	-0.0081
Si	0.0017	-0.0064	-0.0047
Si	-0.0071	-0.0003	-0.0099
Si	-0.0004	-0.0074	-0.0044
Si	-0.0144	-0.0015	-0.0067
Si	0.0063	-0.0011	-0.0055
Si	0.0054	0.0031	-0.0021
Si	-0.0023	0.0115	-0.0021
Si	0.0131	0.0079	-0.0048
Si	-0.0051	-0.0055	-0.0063
Si	-0.0012	0.0046	-0.0078
Si	-0.0035	0.0133	-0.0163
Si	0.0037	0.0204	-0.0043
Si	0	0.0048	-0.0057
Si	-0.0131	0	-0.0061
Si	0.0016	-0.0039	-0.0003
Si	-0.0009	-0.0016	-0.0005
Si	-0.008	-0.0049	-0.0016
Si	-0.0001	-0.0132	-0.0086
Si	-0.0044	-0.0066	-0.0053
Si	0.0059	0.0077	0.0015
Si	0.0059	0.0022	-0.0073
Si	0.0103	-0.0026	-0.0039
Si	-0.007	-0.0028	0.0019
Si	-0.0004	-0.0053	0.0038
Si	-0.001	-0.0063	0.006
Si	0.0057	0.0012	-0.0009
Si	-0.0006	-0.0008	-0.0002
Si	-0.0003	-0.0065	-0.0035
Si	0.0094	-0.0004	-0.0024
Si	-0.0049	-0.004	-0.0069
Si	-0.0034	-0.0081	-0.0046
Si	0.0095	-0.0056	0.0051
Si	-0.0007	-0.0144	0.0036
Si	-0.0204	0.0089	0.0015
Si	-0.0011	0.0001	-0.0001
Si	0.0112	-0.0076	-0.0082
Si	0.0018	0.0052	-0.0019
Si	-0.0072	-0.0066	-0.0063
Si	-0.0055	0.0095	0.0007
Si	0.0113	-0.0051	-0.0072
Si	-0.003	0.0026	-0.0027
Si	-0.0109	0.0127	-0.0013
Si	0.0029	-0.0039	0.0021
Si	-0.0032	0.0046	-0.0019
Si	0.0053	-0.0081	-0.0006
Si	0.0024	0.0005	-0.0064
Si	0.0306	-0.0337	0.0021
Si	0.0175	-0.0255	0.0099
Si	-0.0163	0.0036	-0.0026
Si	0.0073	-0.0108	-0.0066
Si	0.0044	-0.0026	0.0078
Si	-0.0177	-0.0002	0.0019
Si	-0.0113	0.0153	-0.0107
Si	-0.0123	0.0185	-0.0039
Si	0.0028	0.0066	-0.003
Si	-0.0063	-0.0042	0.0009
Si	-0.0037	-0.0058	-0.0068
Si	0.0046	0.0013	-0.0088
Si	0.0033	0.0113	-0.014
Si	0.0001	0.0166	-0.0098
Si	0.0115	-0.0002	0.0002
Si	-0.0114	0.0023	-0.0135
Si	0.0016	-0.0045	-0.0017
Si	0.0128	0.0073	-0.0099
Si	-0.0029	0.0093	-0.0033
Si	0.0109	-0.0126	-0.0046
Si	0.002	0.0032	-0.0013
Si	0.0038	-0.0078	0.0036
Si	-0.001	-0.0046	0.0013
Si	0.0099	-0.0044	-0.0045
Si	0.0179	-0.0003	0.0013
Si	-0.0103	0.0148	0.0007
Si	-0.0017	-0.0068	0.004
Si	-0.0007	-0.0034	0.0003
Si	-0.0052	-0.0121	0.005
Si	0.0067	0.028	0.002
Si	-0.0206	0.0119	-0.0055
Si	0.0211	-0.0015	-0.0004
Si	-0.012	0.0027	0.0062
Si	0.0062	0.006	0.0009
Si	-0.0034	-0.0049	-0.0023
Si	-0.0045	-0.0062	-0.0072
Si	0.0018	0.0154	-0.0053
Si	0.0124	0.0077	0.0099
Si	0.0201	0.0162	0.0032
Si	0.0035	0.0186	0.0019
Si	-0.02	-0.0133	0.0001
Si	0.0078	-0.0028	0.0019
Si	0.0062	-0.0062	0.0027
Si	-0.0253	0.0019	0.0053
Si	-0.0017	-0.0043	0.0053
Si	-0.0193	-0.0006	-0.0018
Si	0.029	0.0041	0.0018
Si	-0.0101	0.0016	0.0089
Si	-0.0008	0.0028	0.0048
Si	0.007	-0.0007	-0.0037
Si	-0.0098	-0.0273	0.0105
Si	0.0147	0.0105	0.0023
Si	0.0012	-0.0026	0.009
Si	-0.0145	-0.0144	0.0027
Si	0.0016	-0.0056	0.0057
Si	0.0011	0.0008	0.0091
Si	-0.0083	-0.0107	0.0058
O	-0.2783	-0.1828	0.0649
O	-0.7526	0.0562	-0.1576
O	-0.0693	-0.1511	0.2618
O	-0.3146	-0.0867	0.4303
O	0.068	-0.1659	-0.0004
O	-0.1279	-0.7299	-0.0807
O	-0.2306	-0.1534	-0.481
O	0.5908	-0.0826	0.1392
O	0.1837	-0.2428	0.7651
O	0.1614	-0.152	0.5181
O	0.1113	0.0726	0.6283
O	0.387	-0.5087	-0.4687
O	-0.5423	-0.0644	0.2677
O	0.2051	0.5279	-0.3368
O	0.515	0.5158	0.1425
O	0.0578	0.1512	0.1716
O	0.0198	0.2971	-0.1863
O	-0.2959	-0.2374	0.5177
O	0.0714	0.208	0.4611
O	-0.2349	-0.3189	0.2654
O	0.3971	-0.0527	0.0978
O	0.1741	-0.1239	0.481
O	-0.3197	-0.0682	-0.0102
O	0.1711	-0.1947	0.2682
O	0.4779	-0.2863	0.4436
O	-0.2005	0.2974	-0.1034
O	0.0412	0.1304	0.2852
O	-0.1068	-0.0275	0.0026
O	0.1834	-0.0392	0.3904
O	0.5516	0.2267	-0.2958
O	-0.5569	-0.3637	0.3232
O	-0.2779	-0.4265	0.5228
O	0.4479	0.3111	0.0334
O	-0.0693	-0.0931	0.3529
O	-0.3123	-0.1698	-0.4785
O	0.0558	0.1602	-0.16
O	-0.4031	0.1861	-0.08
O	0.1397	-0.0502	0.1922
O	-0.2029	0.2735	0.3338
O	-0.1332	-0.0283	-0.3031
O	0.2528	0.338	-0.1846
O	0.0654	-0.0655	0.1588
O	0.081	-0.0966	0.3708
O	0.647	0.063	0.122
O	0.1603	0.1258	0.1811
O	0.1662	0.5946	0.1086
O	0.0948	0.0679	-0.4649
O	0.2149	-0.0706	0.5792
O	-0.0475	-0.1061	-0.1715
O	-0.469	0.0949	0.0777
O	-0.5241	-0.1038	-0.0902
O	0.0637	0.2467	0.4961
O	0.106	-0.1869	-0.6756
O	-0.3328	0.2345	-0.1429
O	0.3189	0.3191	0.2442
O	-0.3074	-0.5934	-0.4697
O	-0.0569	0.0949	-0.3033
O	-0.214	-0.2392	-0.4884
O	0.1326	0.0299	-0.2367
O	0.3911	0.1681	-0.3761
O	-0.1093	-0.1445	0.374
O	-0.2672	-0.2147	0.4601
O	-0.0331	-0.1618	-0.1906
O	0.219	-0.4233	0.0148
O	-0.5202	-0.2981	-0.018
O	0.1938	-0.3727	-0.102
O	0.2456	-0.3431	0.1277
O	-0.2364	0.4353	0.0569
O	0.4187	0.3008	0.1286
O	0.3062	-0.4518	0.1165
O	-0.0567	0.1566	-0.3356
O	-0.1112	0.3102	-0.2944
O	-0.0314	0.3496	0.1499
O	-0.0282	0.1455	-0.4522
O	-0.2646	-0.4098	0.2657
O	0.1452	0.4402	0.0547
O	0.016	-0.2229	-0.4901
O	-0.443	-0.1009	-0.6623
O	-0.121	0.2008	0.0416
O	-0.3287	0.1427	0.2469
O	0.2929	-0.0563	0.1723
O	0.2707	-0.2734	0.6493
O	0.4227	-0.0821	-0.3744
O	-0.3469	0.7149	-0.3137
O	-0.1965	-0.289	0.0044
O	-0.3239	-0.4447	-0.2926
O	-0.1852	0.0591	0.0711
O	0.4833	-0.1776	-0.5248
O	0.0183	-0.0707	-0.4823
O	0.21	-0.274	0.4221
O	-0.0214	-0.5778	-0.1739
O	0.1749	0.6035	-0.0775
O	0.0677	-0.0505	-0.4948
O	-0.0925	-0.3281	-0.2621
O	0.2205	0.112	-0.0947
O	-0.2046	-0.1211	-0.3392
O	0.1022	0.0509	-0.3954
O	0.3995	0.1773	-0.2128
O	0.5637	0.4869	0.2952
O	-0.2358	-0.0389	-0.2056
O	0.8014	0.0902	-0.0929
O	-0.2251	-0.1266	0.645
O	0.3337	-0.4445	0.1142
O	0.1902	0.1566	0.1872
O	-0.347	-0.0159	-0.134
O	0.1369	-0.1227	-0.5779
O	-0.5586	-0.3108	-0.3455
O	0.3438	0.4256	-0.0519
O	0.3008	0.6194	-0.2017
O	0.2336	0.1779	-0.1279
O	0.0015	-0.4966	0.2833
O	-0.2721	0.0232	0.0538
O	-0.26	0.1351	0.3493
O	0.0719	-0.1176	-0.1536
O	-0.0138	-0.1016	0.2482
O	0.2012	0.7221	-0.239
O	0.0805	0.6272	0.185
O	-0.3276	-0.2886	0.2385
O	0.2569	-0.0222	-0.2582
O	0.1886	0.6885	-0.2172
O	0.0609	-0.139	-0.5586
O	0.0421	0.1597	-0.5684
O	-0.2287	-0.494	-0.1909
O	-0.1312	0.0661	-0.6512
O	0.4904	-0.3484	0.4742
O	0.1021	0.2132	0.0611
O	0.2497	-0.0608	-0.3803
O	0.2501	-0.1955	0.0458
O	0.4482	-0.1807	-0.4431
O	0.5268	0.391	-0.1656
O	-0.5543	-0.1893	-0.2437
O	-0.5709	-0.25	-0.1175
O	-0.3089	0.5476	0.152
O	0.3555	0.3275	-0.0429
O	-0.1657	0.0815	0.1309
O	0.4091	-0.329	-0.3737
O	0.0663	-0.4598	-0.2074
O	-0.4825	-0.2428	-0.3501
O	-0.2629	0.386	-0.0009
O	-0.0091	-0.2897	0.319
O	0.3862	-0.0835	0.1892
O	-0.6734	-0.2065	0.4453
O	-0.1983	-0.1527	-0.2896
O	0.3458	0.0302	-0.5076
O	-0.0638	0.1891	0.2397
O	-0.2885	0.2369	-0.2986
O	0.5481	-0.0318	0.0125
O	-0.0304	0.1217	-0.1951
O	-0.0095	-0.4226	-0.0493
O	0.199	0.2759	-0.2092
O	0.0485	-0.1818	-0.1647
O	0.0885	0.0805	0.5176
O	-0.5832	0.1022	-0.0517
O	0.3972	-0.3613	-0.0241
O	0.2796	-0.0975	0.6493
O	0.1908	-0.0583	0.0568
O	-0.0935	0.0622	0.2965
O	-0.1103	-0.3124	-0.0729
O	-0.2039	0.6777	0.0642
O	0.0472	-0.3982	-0.0838
O	-0.5704	-0.1071	0.2485
O	-0.1886	0.105	0.4465
O	0.1163	0.1243	-0.5443
O	0.3112	0.1667	0.2109
O	-0.4353	0.3044	-0.0555
O	0.2083	0.6442	0.065
O	-0.4671	-0.0213	0.4393
O	-0.2695	0.3748	-0.1246
O	0.6426	0.1834	0.3058
O	-0.0613	0.4332	-0.3248
O	-0.2065	-0.4089	0.2872
O	-0.1158	-0.1405	0.3902
O	0.1833	-0.0895	-0.1514
O	0.0948	-0.2327	0.3966
O	-0.2548	0.515	0.1789
O	-0.0334	-0.5657	-0.3026
O	-0.1491	-0.2341	0.2982
O	0.4047	0.0818	-0.199
O	0.0839	0.3429	-0.4113
O	-0.1538	0.0081	0.0743
O	0.1699	0.1187	-0.2834
O	0.0541	-0.1505	-0.4386
O	0.2723	-0.1837	0.0193
O	-0.2142	0.1857	-0.1195
O	-0.1207	0.0719	0.1526
O	-0.0729	0.1026	0.7269
O	-0.2191	-0.1415	0.2851
O	0.5367	0.5398	0.1614
O	0.0334	0.2486	-0.4194
O	-0.1626	-0.1559	-0.5193
O	-0.3443	0.4565	-0.2601
O	0.3103	-0.1195	0.1388
O	0.5153	0.0978	-0.5983
O	0.0075	0.3243	0.0743
O	-0.0096	0.0563	0.2024
O	-0.1129	-0.4224	0.1104
O	-0.0176	0.1686	-0.5274
O	-0.5209	-0.4654	0.2842
O	-0.1604	0.2548	0.4875
O	0.3114	-0.1706	-0.2914
O	-0.0669	0.0977	0.0738
O	0.0469	-0.0412	-0.5165
O	0.5066	-0.06	0.2799
O	0.6648	-0.0921	0.3296
O	0.4545	0.1602	0.1292
O	-0.0141	0.0132	-0.1748
O	-0.1646	0.1295	0.2172
O	-0.051	0.1069	0.265
O	0.3114	0.0506	-0.4172
O	-0.2847	-0.5772	-0.0169
O	-0.1368	0.1326	0.4856
O	-0.0826	-0.5386	-0.0252
O	0.6803	-0.0171	-0.4014
O	0.021	0.1366	0.5916
O	0.0048	-0.0925	-0.363
O	-0.2826	-0.2065	0.105
O	-0.2882	0.1702	-0.2808
O	-0.47	0.4679	0.0136
O	0.1275	-0.1875	0.252
O	0.5294	0.1945	0.002
O	0.5212	0.6578	0.1536
O	-0.4442	0.1811	0.1673
O	0.1601	-0.3045	0.2865
O	-0.068	0.1326	0.165
O	0.2792	-0.0547	-0.1152
O	0.6134	-0.4857	0.3216
O	-0.2496	0.3178	-0.1792
O	-0.3783	0.2133	-0.2905
O	0.0378	0.3135	-0.1445
O	0.1344	-0.2422	0.5762
O	-0.6862	0.0148	-0.355
O	-0.3461	-0.4437	-0.17
O	0.0622	0.2214	-0.0795
O	-0.095	-0.3812	-0.3811
O	0.6885	-0.0442	-0.0839
O	-0.3229	-0.3957	0.3324
O	-0.0521	0.1269	-0.2796
O	-0.2633	-0.2189	0.2905
O	-0.1423	-0.1084	0.1212
O	-0.2501	-0.5941	0.0857
O	0.4244	0.0518	-0.0785
O	0.247	-0.2306	-0.0706
O	0.4018	0.189	-0.2919
O	-0.1118	0.4202	0.2856
O	0.1714	0.7447	-0.1073
O	-0.0288	-0.4529	-0.1933
O	-0.0101	-0.4938	0.2779
O	-0.6992	0.0898	0.0339
O	-0.479	0.0654	0.2007
O	0.1392	0.0754	-0.5917
O	-0.329	-0.0197	-0.3992
O	-0.2494	0.0406	-0.1751
O	-0.1116	0.0958	-0.1135
O	0.3531	0.2173	0.3064
O	0.1916	-0.1954	-0.1063
O	0.4198	-0.3728	-0.2333
O	0.0819	0.1492	-0.3255
O	0.5324	-0.3497	0.0808
O	-0.0894	-0.4777	-0.1022
O	0.341	-0.0802	0.2144
O	-0.0552	-0.2177	0.0074
O	0.4312	-0.2393	-0.4591
O	-0.1223	-0.1658	0.6286
O	0.5288	0.1514	-0.6168
O	-0.0625	-0.3025	0.1194
O	-0.0034	0.3933	-0.3553
O	0.1361	-0.2028	-0.1966
O	0.0638	0.164	-0.0023
O	0.1941	0.4456	-0.1253
O	0.105	0.5831	-0.3031
O	0.06	0.1388	0.2076
O	-0.1194	-0.135	0.5486
O	-0.5146	-0.067	-0.3706
O	0.1206	-0.0331	0.4121
O	0.3207	0.0395	0.1334
O	-0.1958	0.5415	-0.0637
O	-0.1033	-0.1048	0.1033
O	0.0206	-0.3511	0.5043
O	-0.1816	0.0482	-0.3015
O	-0.2624	-0.3918	-0.2225
O	-0.5001	-0.0493	-0.042
O	-0.4908	0.3259	-0.274
O	0.0184	0.2432	0.0085
O	0.0595	-0.1025	0.0797
O	0.1289	0.1704	-0.0958
O	-0.062	0.2138	0.4501
O	-0.1141	0.2852	-0.1439
O	-0.4784	-0.1583	0.3433
